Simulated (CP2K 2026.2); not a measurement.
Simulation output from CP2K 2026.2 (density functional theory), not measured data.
Periodic cell of 3024 atoms, Si2160O864, from a study of silicon, its oxide and their interface. The atomic structure is a simulated model.
Doubt: the forces sum to 3.10 eV/angstrom along one axis rather than to zero, so they err by at least 0.0010 eV/angstrom per atom on average; the grid cutoff is modest.

Settings: functional PBE; method Gaussian and plane waves; basis set DZVP-MOLOPT-SR-GTH; pseudopotentials GTH-PBE; grid cutoff 300 Ry, relative cutoff 40 Ry; k points Gamma only; occupations fixed; spin none; net charge 0.

Cell vectors (angstrom)
a	97.92	0	0
b	0	16.32	0
c	-6.1583	2.2554	33.5164

Atoms: element, x, y, z (angstrom)
Si	1.377	-1.159	0.294
Si	4.398	1.115	0.252
Si	1.405	4.448	0.273
Si	3.964	7.023	0.574
Si	1.721	-7.172	0.162
Si	4.744	-4.529	0.226
Si	6.69	-1.044	0.285
Si	9.153	1.53	0.099
Si	7.074	3.917	0.338
Si	9.934	6.49	0.595
Si	6.997	9.659	0.892
Si	9.967	-4.224	0.731
Si	12.711	-1.647	0.674
Si	15.293	1.097	0.67
Si	12.127	4.278	0.693
Si	14.932	6.544	0.647
Si	11.994	-6.55	0.501
Si	14.817	-3.921	0.589
Si	2.883	-0.008	1.642
Si	5.492	2.731	1.601
Si	2.764	5.519	1.835
Si	5.586	8.11	1.868
Si	2.861	-5.467	1.387
Si	5.601	-2.738	1.537
Si	8.206	0.043	1.677
Si	10.866	2.551	1.593
Si	8.235	5.391	1.767
Si	10.944	-8.145	1.868
Si	8.381	-5.304	2.082
Si	11.111	-2.705	2.01
Si	13.759	-0.054	1.978
Si	16.403	2.758	1.835
Si	13.588	5.388	2.106
Si	16.224	-8.177	1.817
Si	13.604	-5.459	1.864
Si	16.448	-2.757	1.79
Si	1.515	1.411	2.916
Si	4.169	4.075	3.024
Si	1.389	6.862	3.114
Si	4.137	9.569	3.01
Si	1.505	-4.104	2.817
Si	4.192	-1.44	2.955
Si	6.843	1.395	3.05
Si	9.583	3.966	3.082
Si	6.905	6.725	3.175
Si	9.632	-6.828	3.309
Si	6.883	-3.927	3.16
Si	9.585	-1.297	3.101
Si	12.244	1.327	3.113
Si	15.008	4.001	3.296
Si	12.265	6.862	3.311
Si	14.955	-6.805	3.216
Si	12.373	-4.109	3.352
Si	15.121	-1.426	3.277
Si	0.097	0.045	4.232
Si	2.803	2.725	4.364
Si	0.012	5.397	4.286
Si	2.786	8.221	4.405
Si	0.088	-5.43	4.179
Si	2.79	-2.763	4.29
Si	5.496	-0.032	4.363
Si	8.194	2.698	4.48
Si	5.499	5.389	4.46
Si	8.208	-8.2	4.554
Si	5.483	-5.386	4.4
Si	8.233	-2.617	4.516
Si	10.917	0.009	4.522
Si	13.581	2.658	4.557
Si	10.876	5.395	4.515
Si	13.638	-8.131	4.644
Si	10.971	-5.459	4.654
Si	13.728	-2.733	4.654
Si	1.228	-1.365	16.614
Si	3.914	1.285	16.644
Si	1.18	3.99	16.564
Si	3.935	6.748	16.599
Si	1.192	-6.796	16.587
Si	4.008	-4.06	16.701
Si	6.641	-1.428	16.702
Si	9.414	1.364	16.73
Si	6.686	4.047	16.699
Si	9.456	-9.445	16.688
Si	6.728	-6.76	16.668
Si	9.451	-4.073	16.721
Si	12.181	-1.333	16.774
Si	14.927	1.396	16.781
Si	12.204	4.135	16.7
Si	14.911	-9.519	16.812
Si	12.176	-6.784	16.758
Si	14.935	-4.012	16.753
Si	2.571	-0.064	18.066
Si	5.276	2.624	17.994
Si	2.562	5.314	17.898
Si	5.29	8.172	17.89
Si	2.558	-5.418	17.943
Si	5.323	-2.729	18.208
Si	8.02	-0.075	18.007
Si	10.816	2.792	17.998
Si	8.095	5.473	17.966
Si	10.766	-8.093	18.138
Si	8.09	-5.413	18.089
Si	10.799	-2.714	18.099
Si	13.574	0.025	18.122
Si	16.235	2.772	18.188
Si	13.497	5.458	18.168
Si	16.331	-8.162	18.114
Si	13.572	-5.398	18.053
Si	16.319	-2.689	18.139
Si	1.093	1.244	19.361
Si	3.841	3.916	19.322
Si	1.199	6.707	19.172
Si	3.902	-6.838	19.244
Si	1.244	-3.993	19.29
Si	3.904	-1.35	19.599
Si	6.624	1.225	19.339
Si	9.508	4.194	19.342
Si	6.659	6.832	19.21
Si	9.43	-6.7	19.539
Si	6.786	-4.11	19.541
Si	9.357	-1.384	19.425
Si	12.15	1.439	19.357
Si	14.819	4.083	19.571
Si	12.133	-9.441	19.483
Si	14.992	-6.723	19.369
Si	12.219	-4.06	19.42
Si	14.999	-1.296	19.49
Si	-0.368	-0.034	20.769
Si	2.482	2.528	20.751
Si	-0.198	5.416	20.543
Si	2.603	7.992	20.529
Si	-0.261	-5.447	20.287
Si	2.438	-2.707	20.965
Si	5.414	-0.022	20.981
Si	8.081	2.658	20.391
Si	5.309	5.344	20.434
Si	7.883	8.241	20.684
Si	5.225	-5.508	20.66
Si	8.193	-2.736	21.006
Si	10.76	0.048	20.607
Si	13.41	2.708	20.896
Si	10.771	5.588	20.908
Si	13.547	-7.992	20.653
Si	10.876	-5.314	20.902
Si	13.658	-2.729	20.733
Si	0.58	-1.669	22.184
Si	3.779	1.136	22.242
Si	0.922	3.867	21.902
Si	4.186	6.77	21.832
Si	0.975	-6.979	21.454
Si	4.136	-3.991	22.056
Si	6.49	-1.776	22.325
Si	9.573	1.642	21.821
Si	6.881	4.141	21.635
Si	8.885	6.598	21.954
Si	6.18	-7.127	22.049
Si	10.088	-3.555	22.283
Si	12.226	-1.272	21.813
Si	14.269	1.037	22.356
Si	11.821	3.899	22.185
Si	14.813	-9.146	22.205
Si	12.528	-6.458	22.09
Si	14.766	-4.277	22.149
Si	10.333	3.083	-4.715
Si	4.253	-3.329	-4.235
Si	4.233	2.188	24.996
Si	15.48	5.195	-4.811
Si	9.124	1.838	24.741
Si	6.094	-4.503	-2.382
Si	6.557	-6.888	25.099
Si	10.646	6.406	26.22
Si	1.545	-8.037	25.132
Si	4.248	3.173	-4.693
Si	17.299	1.309	-3.812
Si	11.675	3.659	25.228
Si	5.897	5.763	-4.533
Si	5.833	5.923	-1.529
Si	2.328	-5.462	23.899
Si	12.775	7.941	24.371
Si	19.177	-6.058	-6.747
Si	10.199	-1.325	-3.785
Si	18.509	-3.327	-5.888
Si	13.991	-6.799	-6.999
Si	10.338	-3.52	25.248
Si	14.451	-2.833	-4.755
Si	11.686	-3.32	-5.526
Si	20.442	-1.243	-4.412
Si	14.433	0.155	-4.207
Si	9.867	-0.71	26.231
Si	2.436	5.653	23.974
Si	13.432	2.519	-1.411
Si	5.374	-1.385	-6.348
Si	15.652	2.819	24.338
Si	6.215	-2.022	25.293
Si	0.831	-1.046	25.283
Si	9.664	-5.825	-5.562
Si	16.018	-5.889	-1.481
Si	8.693	5.659	-5.516
Si	3.737	-0.653	24.665
Si	7.905	6.665	24.816
Si	6.715	3.761	24.584
Si	10.934	7.7	-6.034
Si	13.581	7.703	-4.665
Si	0.998	-3.86	25.978
Si	13.452	2.927	-4.36
Si	21.752	5.807	-1.684
Si	8.781	1.165	-3.017
Si	19.014	-0.161	-1.802
Si	8.233	7.929	-1.269
Si	16.829	-4.154	-3.569
Si	7.681	-6.732	-3.565
Si	5.639	-7.824	-5.569
Si	12.476	-0.099	-2.002
Si	2.756	2.74	-1.939
Si	13.739	-8.034	-1.531
Si	8.826	1.742	-6.902
Si	8.46	-2.713	-1.57
Si	17.559	-1.058	0.572
Si	20.506	0.935	0.48
Si	17.257	4.428	0.351
Si	20.024	7.025	0.57
Si	17.896	-7.04	0.611
Si	20.614	-4.568	0.502
Si	22.826	-1.209	0.489
Si	25.277	1.702	0.356
Si	23.054	3.948	0.426
Si	25.952	6.502	0.603
Si	22.969	-6.637	0.416
Si	25.819	-4.397	0.49
Si	28.392	-1.645	0.263
Si	31.241	1.107	0.461
Si	28.194	4.377	0.57
Si	31.156	6.58	0.476
Si	28.065	-6.561	0.395
Si	30.782	-3.717	0.251
Si	19.036	-0.018	2.02
Si	21.535	2.705	1.689
Si	18.86	5.443	1.796
Si	21.735	-8.189	1.738
Si	19.087	-5.561	1.958
Si	21.655	-2.817	1.736
Si	24.335	0.042	1.748
Si	26.961	2.726	1.684
Si	24.308	5.392	1.822
Si	27.052	-8.153	1.808
Si	24.367	-5.517	1.895
Si	26.958	-2.756	1.723
Si	29.574	-0.052	1.602
Si	32.295	2.689	1.817
Si	29.704	5.483	1.918
Si	32.383	-8.146	1.659
Si	29.717	-5.387	1.578
Si	32.318	-2.692	1.686
Si	17.73	1.442	3.277
Si	20.258	4.073	3.117
Si	17.57	6.791	3.222
Si	20.443	-6.898	3.266
Si	17.731	-4.113	3.207
Si	20.367	-1.483	3.229
Si	22.95	1.384	3.114
Si	25.676	4.043	3.162
Si	23.021	6.793	3.161
Si	25.706	-6.867	3.221
Si	23.024	-4.089	3.177
Si	25.686	-1.335	3.093
Si	28.322	1.346	3.016
Si	31.012	4.048	3.192
Si	28.398	6.878	3.216
Si	31.05	-6.752	2.976
Si	28.389	-4.078	3.056
Si	30.98	-1.334	3.038
Si	16.382	0.022	4.608
Si	19.045	2.767	4.637
Si	16.307	5.42	4.637
Si	19.006	-8.217	4.576
Si	16.333	-5.446	4.56
Si	19.022	-2.769	4.626
Si	21.701	-0.029	4.528
Si	24.329	2.699	4.521
Si	21.654	5.422	4.491
Si	24.358	-8.199	4.573
Si	21.727	-5.454	4.591
Si	24.375	-2.697	4.503
Si	27.045	0.003	4.458
Si	29.663	2.669	4.462
Si	27.035	5.445	4.499
Si	29.788	-8.077	4.469
Si	27.08	-5.435	4.48
Si	29.723	-2.717	4.438
Si	17.683	-1.319	16.799
Si	20.404	1.431	16.842
Si	17.663	4.106	16.855
Si	20.411	-9.472	16.895
Si	17.702	-6.779	16.798
Si	20.453	-4.072	16.83
Si	23.219	-1.323	16.8
Si	25.934	1.424	16.758
Si	23.164	4.177	16.831
Si	25.924	-9.419	16.795
Si	23.142	-6.74	16.902
Si	25.943	-4.011	16.85
Si	28.63	-1.297	16.701
Si	31.439	1.426	16.626
Si	28.695	4.177	16.671
Si	31.428	-9.416	16.639
Si	28.662	-6.73	16.731
Si	31.43	-4.017	16.576
Si	18.964	0.103	18.173
Si	21.808	2.795	18.182
Si	19.028	5.46	18.236
Si	21.772	-8.113	18.297
Si	19.051	-5.418	18.18
Si	21.879	-2.716	18.141
Si	24.609	0.04	18.146
Si	27.369	2.801	18.034
Si	24.532	5.584	18.166
Si	27.289	-8.041	18.163
Si	24.54	-5.345	18.23
Si	27.33	-2.611	18.197
Si	30.042	0.072	17.975
Si	32.858	2.815	17.93
Si	30.031	5.59	18.015
Si	32.87	-8.061	17.958
Si	30.119	-5.364	17.988
Si	32.836	-2.669	17.896
Si	17.537	1.438	19.611
Si	20.427	4.107	19.589
Si	17.577	-9.543	19.572
Si	20.361	-6.73	19.631
Si	17.648	-4.082	19.512
Si	20.432	-1.324	19.316
Si	23.245	1.426	19.456
Si	26.043	4.236	19.335
Si	23.17	-9.462	19.681
Si	25.843	-6.76	19.583
Si	23.28	-3.924	19.659
Si	25.976	-1.214	19.631
Si	28.736	1.439	19.4
Si	31.449	4.198	19.243
Si	28.769	-9.313	19.487
Si	31.582	-6.622	19.348
Si	28.787	-4.048	19.41
Si	31.428	-1.34	19.232
Si	16.139	0.09	21.051
Si	18.956	2.82	20.909
Si	16.064	5.51	20.961
Si	18.941	-8.199	20.942
Si	16.32	-5.496	20.894
Si	19.035	-2.592	20.672
Si	21.746	0.041	20.656
Si	24.791	2.78	20.648
Si	21.83	5.364	21.024
Si	24.502	-8.039	21.14
Si	21.831	-5.288	20.916
Si	24.591	-2.477	21.136
Si	27.468	0.144	20.94
Si	30.13	2.852	20.656
Si	27.342	5.625	20.767
Si	30.22	-7.89	20.787
Si	27.267	-5.312	20.729
Si	30.245	-2.732	20.745
Si	17.91	-1.091	22.059
Si	20.15	1.101	21.973
Si	17.449	4.122	22.223
Si	20.589	-9.313	22.203
Si	17.281	-7.194	22.305
Si	20.285	-3.964	22.058
Si	23.115	-0.875	22.298
Si	26.432	1.913	22.162
Si	23.601	4.143	22.086
Si	25.689	-9.786	22.236
Si	22.707	-6.9	22.408
Si	26.386	-3.675	22.2
Si	28.728	-1.533	22.064
Si	31.695	1.575	21.839
Si	28.651	4.116	21.961
Si	31.936	-9.116	21.898
Si	28.752	-6.476	22.065
Si	32.027	-3.687	22.044
Si	29.384	2.498	-1.494
Si	21.71	-7.495	-6.177
Si	24.134	1.735	23.845
Si	29.889	-7.875	-1.692
Si	28.282	1.206	26.15
Si	19.534	-4.619	-2.414
Si	23.087	-3.967	26.373
Si	30.459	3.942	-3.719
Si	20.833	6.025	-6.882
Si	19.6	1.117	-6.008
Si	34.958	1.086	-2.851
Si	33.489	1.779	-6.943
Si	15.372	5.235	26.273
Si	19.79	6	-3.918
Si	18.798	-5.491	24.021
Si	30.31	5.776	24.121
Si	30.465	-5.265	24.075
Si	30.278	-4.225	-5.267
Si	34.651	0.617	24.534
Si	25.992	-4.229	25.228
Si	27.084	-7.015	26.483
Si	33.857	-1.703	-2.547
Si	20.506	2.612	24.38
Si	38.937	-3.661	-4.2
Si	22.782	2.389	26.438
Si	33.135	-3.948	-6.687
Si	19.455	5.268	24.23
Si	30.718	2.667	-6.467
Si	16.804	-3.081	24.252
Si	30.316	0.012	24.254
Si	21.297	-2.21	24.517
Si	25.564	-3.142	-6.972
Si	21.599	-6.363	25.275
Si	32.571	-6.562	-2.296
Si	28.872	6.57	-3.661
Si	18.04	1.823	25.923
Si	27.361	5.982	-5.939
Si	26.188	6.504	25.278
Si	25.879	6.62	-3.717
Si	26.023	3.819	-4.286
Si	23.275	-5.055	-6.407
Si	34.077	8.008	-4.287
Si	35.54	5.82	-2.754
Si	26.769	1.495	-2.263
Si	35.98	0.82	-5.602
Si	24.186	7.819	-1.651
Si	31.769	-3.896	-2.763
Si	22.158	-3.494	-3.887
Si	19.645	-7.269	-4.074
Si	26.964	-1.332	-2.619
Si	17.367	4.283	-2.794
Si	28.057	-2.143	-5.272
Si	24.498	2.264	-6.471
Si	24.333	-2.793	-1.788
Si	33.433	-1.123	0.405
Si	36.57	0.951	-0.068
Si	33.222	4.252	0.396
Si	35.987	6.956	0.133
Si	33.954	-6.979	0.377
Si	36.629	-4.257	0.172
Si	38.844	-1.212	0.066
Si	41.633	1.678	-0.227
Si	39.392	3.895	-0.229
Si	42.436	6.503	-0.109
Si	38.807	-6.575	-0.218
Si	42.141	-4.436	-0.148
Si	44.783	-1.511	-0.151
Si	46.582	1.874	-0.253
Si	44.534	4.218	0.139
Si	47.716	6.504	-0.426
Si	44.431	-6.584	0.011
Si	46.987	-3.763	-0.047
Si	35.12	0.003	1.537
Si	37.77	2.702	1.096
Si	34.963	5.387	1.515
Si	37.783	-8.216	1.18
Si	35.124	-5.39	1.57
Si	37.776	-2.709	1.487
Si	40.512	0.059	1.139
Si	43.135	2.749	1.27
Si	40.622	5.451	1.084
Si	43.372	-8.207	1.32
Si	40.525	-5.558	1.14
Si	43.232	-2.75	1.128
Si	45.848	0.126	1.157
Si	48.606	2.704	0.857
Si	46.121	5.566	1.127
Si	48.754	-8.14	0.89
Si	45.94	-5.353	1.291
Si	48.748	-2.63	1.011
Si	33.839	1.379	2.971
Si	36.495	4.026	2.651
Si	33.744	6.778	2.978
Si	36.548	-6.845	2.752
Si	33.752	-4.065	2.933
Si	36.448	-1.381	2.878
Si	39.162	1.399	2.565
Si	41.861	4.141	2.617
Si	39.239	6.789	2.501
Si	41.885	-6.87	2.57
Si	39.267	-4.131	2.626
Si	41.889	-1.345	2.481
Si	44.522	1.377	2.587
Si	47.434	4.085	2.404
Si	44.813	6.849	2.605
Si	47.435	-6.799	2.381
Si	44.581	-4.014	2.61
Si	47.396	-1.232	2.383
Si	32.445	0.015	4.317
Si	35.234	2.759	4.215
Si	32.449	5.445	4.407
Si	35.197	-8.157	4.198
Si	32.449	-5.427	4.321
Si	35.132	-2.718	4.265
Si	37.894	0.04	4.064
Si	40.534	2.746	3.968
Si	37.899	5.435	3.95
Si	40.564	-8.201	3.958
Si	37.928	-5.461	4.061
Si	40.612	-2.711	3.938
Si	43.242	-0.026	3.919
Si	46.037	2.747	3.792
Si	43.365	5.461	3.889
Si	46.154	-8.098	3.884
Si	43.262	-5.448	3.911
Si	46.062	-2.634	3.804
Si	34.148	-1.294	16.496
Si	36.902	1.439	16.366
Si	34.14	4.14	16.466
Si	36.911	-9.466	16.398
Si	34.169	-6.717	16.525
Si	36.904	-4.015	16.429
Si	39.589	-1.357	16.286
Si	42.359	1.385	16.167
Si	39.601	4.132	16.303
Si	42.334	-9.494	16.184
Si	39.589	-6.729	16.287
Si	42.262	-4.093	16.197
Si	44.986	-1.367	16.07
Si	47.731	1.383	15.984
Si	45.059	4.124	16.102
Si	47.716	-9.495	16.054
Si	44.988	-6.847	16.086
Si	47.73	-4.073	15.955
Si	35.554	0.12	17.749
Si	38.293	2.779	17.723
Si	35.574	5.471	17.75
Si	38.291	-8.062	17.704
Si	35.582	-5.356	17.841
Si	38.281	-2.65	17.779
Si	41.044	-0.006	17.524
Si	43.793	2.718	17.483
Si	41.028	5.49	17.589
Si	43.678	-8.158	17.576
Si	40.969	-5.427	17.674
Si	43.625	-2.7	17.482
Si	46.429	-0.036	17.346
Si	49.102	2.803	17.274
Si	46.367	5.52	17.496
Si	49.115	-8.14	17.381
Si	46.436	-5.49	17.3
Si	49.099	-2.707	17.288
Si	34.323	1.459	19.24
Si	36.917	4.128	19.125
Si	34.323	-9.488	19.178
Si	36.958	-6.751	19.162
Si	34.32	-3.929	19.246
Si	36.947	-1.164	19.098
Si	39.789	1.374	18.901
Si	42.499	4.125	18.835
Si	39.725	-9.414	18.974
Si	42.286	-6.893	19.012
Si	39.695	-4.03	19.101
Si	42.348	-1.329	18.957
Si	45.174	1.29	18.786
Si	47.801	4.132	18.722
Si	45.078	-9.427	18.997
Si	47.79	-6.739	18.763
Si	45.024	-4.198	18.598
Si	47.77	-1.39	18.708
Si	32.814	0.097	20.425
Si	35.709	2.803	20.701
Si	32.886	5.553	20.498
Si	35.722	-8.203	20.587
Si	33.078	-5.306	20.69
Si	35.613	-2.417	20.566
Si	38.427	0.177	20.354
Si	41.227	2.706	20.167
Si	38.363	5.564	20.271
Si	41.04	-8.25	20.572
Si	38.346	-5.387	20.487
Si	41.031	-2.611	20.471
Si	43.834	-0.014	20.236
Si	46.577	2.648	20.082
Si	43.758	5.432	20.346
Si	46.486	-7.984	20.305
Si	43.749	-5.468	20.103
Si	46.36	-2.894	19.918
Si	33.986	-1.212	21.916
Si	37.68	1.904	21.806
Si	33.89	3.879	21.792
Si	37.367	-9.354	21.887
Si	34.25	-6.984	21.929
Si	37.231	-3.672	21.678
Si	39.415	-1.407	21.792
Si	42.832	1.65	21.552
Si	39.833	4.142	21.316
Si	42.05	-10.09	21.854
Si	39.46	-6.996	21.85
Si	42.707	-3.907	21.473
Si	44.929	-1.748	21.376
Si	48.29	1.624	21.342
Si	45.09	3.802	21.408
Si	48.134	-9.237	21.421
Si	44.921	-6.779	21.674
Si	47.842	-4.117	21.263
Si	47.175	1.959	-5.729
Si	29.274	-7.736	24.572
Si	44.186	4.622	-6.455
Si	47.21	7.056	-3.557
Si	46.993	-2.244	23.317
Si	36.13	-3.589	-2.835
Si	45.928	-2.826	-4.818
Si	48.385	-3.016	-6.879
Si	38.219	7.391	-4.822
Si	34.492	3.762	24.663
Si	-48.068	-0.263	-3.108
Si	-45.59	5.297	23.419
Si	39.445	4.797	-5.58
Si	38.172	5.041	-2.995
Si	35.609	-5.132	23.991
Si	46.594	5.427	23.586
Si	46.432	-5.096	23.613
Si	43.82	-0.702	-5.212
Si	-45.508	-4.243	-3.157
Si	41.332	-5.493	23.86
Si	-44.368	1.385	-5.088
Si	-44.172	-6.752	-4.554
Si	47.089	5.054	-5.84
Si	-47.104	-1.486	-5.867
Si	32.062	4.529	26.379
Si	41.155	-3.579	26.245
Si	36.921	5.57	24.734
Si	-47.927	2.698	-3.019
Si	37.117	-6.909	-6.639
Si	41.798	1.525	24.452
Si	39.049	0.603	24.07
Si	43.377	3.223	26.351
Si	44.604	1.797	-6.93
Si	-48.131	-5.722	-3.33
Si	42.391	-7.205	-6.661
Si	37.118	-0.378	26.141
Si	44.064	7.32	23.716
Si	42.967	-7.286	25.921
Si	42.171	8.078	-2.832
Si	45.129	-7.233	-2.815
Si	39.656	-6.669	-3.292
Si	-48.799	-7.64	-5.4
Si	-44.083	6.75	-3.143
Si	42.877	-0.28	-2.271
Si	-44.694	5.32	-5.768
Si	33.759	-3.723	25.84
Si	-44.519	-1.698	-4.607
Si	40.662	-2.539	-2.08
Si	35.255	-5.474	-4.963
Si	47.414	1.285	-3.051
Si	33.415	3.674	-2.533
Si	44.404	-5.043	-6.258
Si	42.068	6.291	-5.222
Si	32.615	-0.858	26.151
Si	50.436	-1.592	-0.302
Si	53.317	1.135	-0.3
Si	49.939	4.213	-0.374
Si	52.586	7.052	-0.339
Si	50.35	-7.009	-0.438
Si	52.618	-3.918	-0.234
Si	55.434	-1.243	-0.558
Si	58.738	0.879	-0.317
Si	55.824	3.971	-0.506
Si	-39.712	7.153	0.084
Si	55.943	-7.032	-0.288
Si	-39.117	-4.431	-0.18
Si	-36.918	-1.345	-0.178
Si	-33.537	0.968	-0.263
Si	-36.874	3.855	-0.961
Si	-33.562	6.487	-0.377
Si	-36.948	-6.699	-0.225
Si	-33.278	11.612	-0.404
Si	51.561	0.073	0.902
Si	54.51	2.655	1.008
Si	51.539	5.373	0.933
Si	54.229	-8.126	0.924
Si	51.435	-5.47	1.007
Si	54.343	-2.788	0.874
Si	57.056	-0.198	0.875
Si	-38.119	2.684	0.74
Si	-41.003	5.467	0.979
Si	-38.095	-8.068	1.282
Si	-40.816	-5.481	1.044
Si	-38.012	-2.883	1.148
Si	-35.259	-0.111	0.938
Si	-32.573	2.552	1.165
Si	-35.438	5.318	0.555
Si	-32.615	8.005	1.169
Si	-35.176	10.753	0.857
Si	-32.433	-2.924	0.948
Si	50.088	1.381	2.22
Si	52.992	4.038	2.245
Si	50.156	6.789	2.289
Si	52.902	-6.772	2.321
Si	50.093	-4.068	2.351
Si	52.962	-1.358	2.238
Si	55.806	1.235	2.32
Si	-39.504	4.021	2.165
Si	-42.351	6.817	2.332
Si	-39.499	-6.743	2.535
Si	-42.222	-4.09	2.294
Si	-39.496	-1.486	2.322
Si	-36.688	1.354	2.177
Si	-34.088	4.029	2.198
Si	-36.667	6.659	2.202
Si	-33.992	9.416	2.388
Si	-36.52	12.115	2.338
Si	-33.886	-1.516	2.265
Si	48.824	0.052	3.714
Si	51.545	2.712	3.575
Si	48.835	5.446	3.723
Si	51.551	-8.177	3.655
Si	48.798	-5.437	3.739
Si	51.567	-2.707	3.621
Si	54.332	-0.045	3.637
Si	-40.776	2.657	3.614
Si	-43.646	5.412	3.672
Si	-40.905	-8.201	3.702
Si	-43.612	-5.433	3.651
Si	-40.861	-2.775	3.695
Si	-38.078	-0.028	3.552
Si	-35.376	2.674	3.614
Si	-38.099	5.351	3.553
Si	-35.358	8.021	3.661
Si	-38.004	10.884	3.742
Si	-35.252	-2.788	3.692
Si	50.387	-1.334	15.869
Si	53.175	1.419	15.833
Si	50.466	4.132	15.924
Si	53.117	-9.514	15.841
Si	50.417	-6.792	15.942
Si	53.136	-4.084	15.79
Si	55.828	-1.335	15.825
Si	-39.378	1.342	15.786
Si	-42.087	4.054	15.802
Si	-39.417	-9.566	15.778
Si	-42.096	-6.823	15.795
Si	-39.352	-4.072	15.783
Si	-36.722	-1.434	15.805
Si	-34.009	1.316	15.82
Si	-36.713	4.004	15.8
Si	-33.989	6.756	15.827
Si	-36.675	9.46	15.8
Si	-34.04	-4.116	15.796
Si	51.771	0.086	17.109
Si	54.526	2.758	17.249
Si	51.877	5.451	17.296
Si	54.472	-8.16	17.176
Si	51.844	-5.417	17.207
Si	54.481	-2.738	17.139
Si	57.181	0.058	17.17
Si	-38.028	2.645	17.2
Si	-40.7	5.351	17.155
Si	-38.059	-8.218	17.116
Si	-40.708	-5.438	17.078
Si	-38.01	-2.789	17.243
Si	-35.385	-0.056	17.131
Si	-32.685	2.683	17.199
Si	-35.326	5.337	17.121
Si	-32.697	8.117	17.252
Si	-35.336	10.819	17.18
Si	-32.714	-2.717	17.122
Si	50.545	1.484	18.538
Si	53.269	4.129	18.703
Si	50.563	-9.5	18.666
Si	53.207	-6.74	18.581
Si	50.543	-4.036	18.566
Si	53.086	-1.318	18.382
Si	55.922	1.456	18.617
Si	-39.371	3.98	18.58
Si	55.839	-9.596	18.427
Si	-39.344	-6.759	18.434
Si	55.893	-4.101	18.454
Si	58.52	-1.329	18.474
Si	-36.668	1.271	18.563
Si	-34.054	3.992	18.583
Si	-36.728	-9.664	18.4
Si	-34.023	9.519	18.634
Si	-36.649	-4.222	18.627
Si	-34.073	-1.381	18.517
Si	49.229	0.093	19.848
Si	51.862	2.815	20.033
Si	49.19	5.508	20.043
Si	51.916	-8.092	19.993
Si	49.295	-5.382	19.984
Si	51.828	-2.603	19.875
Si	54.475	-0.005	19.673
Si	57.251	2.752	20.152
Si	54.695	5.477	20.056
Si	57.241	-8.215	19.607
Si	54.661	-5.442	19.914
Si	57.18	-2.688	19.787
Si	59.856	-0.052	19.899
Si	-35.332	2.571	20.004
Si	-37.918	5.277	19.881
Si	-35.538	-8.248	19.762
Si	-38.072	-5.562	20.018
Si	-35.263	-2.819	19.93
Si	50.734	-0.987	21.241
Si	53.051	1.107	21.102
Si	50.346	4.028	21.438
Si	53.562	-9.185	21.242
Si	50.331	-7.002	21.349
Si	53.468	-3.761	21.021
Si	55.552	-1.538	21.009
Si	58.784	1.427	21.397
Si	56.445	4.616	21.478
Si	58.625	-9.521	20.914
Si	55.875	-7.121	21.106
Si	58.673	-3.846	21.135
Si	60.976	-1.713	21.084
Si	-33.734	1.526	21.422
Si	-36.91	3.645	21.333
Si	-34.063	-9.476	21.018
Si	-37.111	-7.359	21.273
Si	-33.444	-3.719	21.186
Si	-39.835	2.913	-5.34
Si	48.673	4.315	25.627
Si	-29.192	1.856	-2.915
Si	-32.461	6.732	-3.227
Si	-29.217	-5.826	-5.697
Si	46.948	-4.735	-2.89
Si	-40.823	-5.425	23.294
Si	-39.824	6.313	25.996
Si	-41.082	6.888	-3.67
Si	-47.5	1.84	25.063
Si	-33.426	-3.272	-5.938
Si	-35.556	5.418	23.454
Si	-40.572	2.323	-2.411
Si	-43.509	2.608	-2.558
Si	-41.823	4.563	-6.92
Si	-36.949	7.195	25.34
Si	-35.484	-6.874	24.01
Si	-34.363	-3.723	-3.224
Si	-32.072	-0.657	-5.543
Si	-43.323	-5.854	24.605
Si	-35.198	5.125	26.304
Si	-30.285	-0.899	-3.035
Si	-37.836	-4.356	-6.776
Si	-35.81	2.282	26.448
Si	-35.975	-1.693	23.893
Si	-37.572	-2.794	25.959
Si	-44.72	2.475	23.688
Si	-35.185	1.675	-2.66
Si	48.923	-0.326	23.562
Si	-40.909	-0.15	23.42
Si	-41.384	-2.126	25.534
Si	-42.32	1.851	25.46
Si	-37.092	-5.092	-3.999
Si	-34.647	7.539	-5.096
Si	-44.145	5.872	26.004
Si	-41.584	4.501	24.582
Si	-45.835	-5.431	23.295
Si	-33.291	2.258	-4.898
Si	-45.509	-4.516	25.987
Si	-38.434	6.047	-2.523
Si	47.461	-5.993	26.425
Si	-42.333	-8.094	26.404
Si	-31.194	3.837	-3.088
Si	-41.721	-1.763	-3.679
Si	-25.885	4.59	-3.067
Si	-41.349	7.342	-6.718
Si	-36.637	-7.864	-3.056
Si	-37.593	-1.495	-5.672
Si	-41.522	-6.596	-3.217
Si	-36.027	-1.367	-2.993
Si	-46.761	2.967	-5.842
Si	-39.807	-4.824	25.924
Si	-40.308	-0.017	-5.632
Si	-39.778	-3.997	-3.042
Si	-31.28	-1.262	-0.253
Si	-28.063	1.161	-0.199
Si	-31.425	4.105	-0.082
Si	-28.834	7.238	-0.217
Si	-31.132	9.391	0.094
Si	-28.255	11.931	-0.26
Si	-25.882	-1.091	-0.34
Si	-23.215	1.823	-0.283
Si	-25.61	3.886	-0.116
Si	-22.779	6.549	-0.458
Si	-25.844	9.805	-0.12
Si	-22.604	12.085	-0.202
Si	-19.876	-1.559	0.002
Si	-17.139	1.123	-0.13
Si	-20.599	4.185	-0.406
Si	-17.156	6.598	-0.178
Si	-20.483	9.904	0.148
Si	-17.716	12.534	0.085
Si	-29.733	-0.022	1.007
Si	-27.051	2.682	1.228
Si	-29.781	5.41	0.989
Si	-27.099	8.202	1.084
Si	-29.75	10.867	1.213
Si	-27.086	-2.69	0.93
Si	-24.265	0.045	0.94
Si	-21.639	2.787	1.154
Si	-24.353	5.508	1.008
Si	-21.722	8.145	1.031
Si	-24.241	10.953	1.104
Si	-21.522	-2.702	1.209
Si	-18.774	0.079	1.21
Si	-16.071	2.74	1.201
Si	-18.885	5.364	0.888
Si	-16.109	8.237	1.154
Si	-18.917	11.035	1.419
Si	-16.059	-2.663	1.254
Si	-31.108	1.271	2.43
Si	-28.466	4.08	2.42
Si	-31.174	6.675	2.434
Si	-28.384	9.519	2.526
Si	-31.142	12.214	2.478
Si	-28.426	-1.399	2.38
Si	-25.612	1.319	2.455
Si	-23.011	4.163	2.46
Si	-25.739	6.805	2.39
Si	-23.025	9.483	2.473
Si	-25.689	12.314	2.366
Si	-22.972	-1.306	2.394
Si	-20.251	1.404	2.471
Si	-17.585	4.069	2.445
Si	-20.238	6.783	2.321
Si	-17.505	9.55	2.542
Si	-20.266	12.353	2.729
Si	-17.441	-1.288	2.608
Si	-32.543	-0.122	3.66
Si	-29.819	2.697	3.761
Si	-32.649	5.323	3.644
Si	-29.82	8.104	3.761
Si	-32.578	10.804	3.709
Si	-29.785	-2.727	3.781
Si	-27.046	-0.043	3.745
Si	-24.324	2.735	3.809
Si	-27.078	5.422	3.755
Si	-24.407	8.153	3.807
Si	-27.018	10.926	3.784
Si	-24.348	-2.674	3.761
Si	-21.62	0.024	3.802
Si	-18.918	2.748	3.863
Si	-21.598	5.484	3.782
Si	-18.915	8.129	3.795
Si	-21.659	10.848	3.872
Si	-18.852	-2.614	3.982
Si	-31.323	-1.371	15.816
Si	-28.607	1.331	15.89
Si	-31.318	4.064	15.887
Si	-28.601	6.689	15.933
Si	-31.349	9.422	15.812
Si	-28.562	-4.134	15.824
Si	-25.834	-1.412	15.982
Si	-23.233	1.268	16.06
Si	-25.928	4.009	16.038
Si	-23.186	6.752	16.074
Si	-25.864	9.459	15.98
Si	-23.117	-4.113	16.095
Si	-20.518	-1.429	16.096
Si	-17.771	1.323	16.147
Si	-20.493	4.04	16.098
Si	-17.753	6.821	16.187
Si	-20.46	9.517	16.196
Si	-17.762	-4.149	16.169
Si	-30.009	0.002	17.192
Si	-27.308	2.607	17.368
Si	-29.984	5.371	17.328
Si	-27.25	8.061	17.268
Si	-29.961	10.8	17.062
Si	-27.219	-2.816	17.223
Si	-24.561	-0.095	17.486
Si	-21.888	2.638	17.38
Si	-24.594	5.398	17.397
Si	-21.851	8.102	17.483
Si	-24.486	10.79	17.36
Si	-21.838	-2.741	17.56
Si	-19.17	-0.072	17.421
Si	-16.43	2.71	17.495
Si	-19.153	5.44	17.438
Si	-16.486	8.121	17.715
Si	-19.102	10.876	17.609
Si	-16.426	-2.81	17.545
Si	-31.352	1.366	18.594
Si	-28.724	3.91	18.718
Si	-31.34	6.798	18.649
Si	-28.702	9.432	18.463
Si	-31.331	-4.15	18.317
Si	-28.634	-1.411	18.429
Si	-26.046	1.196	18.799
Si	-23.281	3.958	18.711
Si	-25.959	6.768	18.758
Si	-23.178	9.482	18.841
Si	-25.893	-4.185	18.624
Si	-23.241	-1.433	18.967
Si	-20.576	1.253	18.736
Si	-17.83	4.085	18.781
Si	-20.505	6.733	18.844
Si	-17.893	9.514	19.133
Si	-20.378	-3.981	18.963
Si	-17.805	-1.384	18.793
Si	-32.759	0.014	19.87
Si	-30.079	2.595	20.185
Si	-32.688	5.351	19.917
Si	-30.049	8.275	19.989
Si	-32.518	10.942	19.859
Si	-30.005	-2.806	19.626
Si	-27.495	-0.229	20.064
Si	-24.714	2.627	20.073
Si	-27.455	5.361	20
Si	-24.583	8.141	20.213
Si	-27.326	10.721	19.795
Si	-24.735	-2.878	20.192
Si	-21.828	-0.009	20.302
Si	-19.192	2.652	19.981
Si	-21.858	5.274	20.057
Si	-19.321	8.028	20.431
Si	-21.742	10.872	20.144
Si	-19.03	-2.555	20.402
Si	-31.358	-1.465	20.922
Si	-29.2	0.722	21.415
Si	-31.633	3.897	21.454
Si	-28.649	6.943	21.254
Si	-30.906	10.067	21.357
Si	-28.692	-4.158	20.963
Si	-26.572	-1.948	21.393
Si	-23.144	1.585	21.44
Si	-25.877	4.261	21.293
Si	-23.46	6.373	21.306
Si	-26.441	9.156	21.297
Si	-23.178	-4.146	21.399
Si	-19.962	-0.76	21.676
Si	-17.767	1.446	21.344
Si	-20.755	3.641	21.369
Si	-17.599	6.846	21.6
Si	-20.783	9.413	21.757
Si	-17.367	-3.551	21.772
Si	-22.047	3.218	-5.682
Si	-25.86	-6.718	-3.072
Si	-25.985	4.533	24.228
Si	-18.906	-8.029	-1.983
Si	-21.866	-2.158	23.397
Si	-28.508	-5.265	-3.036
Si	-25.684	-3.915	25.67
Si	-17.453	4.922	-6.969
Si	-32.652	-7.877	23.014
Si	-25.347	0.105	-5.727
Si	-16.534	2.273	-2.727
Si	-20.496	3.945	24.328
Si	-24.408	4.41	-7.024
Si	-27.678	7.025	-3.135
Si	-34.227	-4.278	24.01
Si	-18.491	6.211	24.49
Si	-23.167	-6.345	23.466
Si	-20.799	-1.905	-5.44
Si	-13.724	-3.006	-5.817
Si	-25.948	-6.711	24.237
Si	-14.413	-5.977	-5.777
Si	-15.446	0.816	-4.873
Si	-19.287	-4.186	-4.601
Si	-16.238	4.682	-4.345
Si	-23.004	5.654	24.168
Si	-22.506	-4.271	25.476
Si	-34.314	0.628	24.437
Si	-17.73	7.077	-5.143
Si	-26.485	-6.864	-6.939
Si	-23.644	0.259	24.167
Si	-26.264	-1.056	24.364
Si	-23.784	-2.154	-5.351
Si	-24.054	-6.385	-5.625
Si	-17	-4.009	-2.813
Si	-20.694	7.312	-4.004
Si	-27.34	2.808	26.301
Si	-30.698	6.065	23.524
Si	-26.591	6.967	25.686
Si	-24.567	7.289	-6.122
Si	-17.578	-6.371	-4.265
Si	-31.5	0.429	25.722
Si	-11.355	7.781	-4.085
Si	-13.533	3.317	-4.763
Si	-21.361	2.344	-2.729
Si	-12.217	-7.666	-6.85
Si	-23.456	6.27	-3.41
Si	-14.774	-1.793	-3.214
Si	-27.945	-0.289	-4.442
Si	-30.039	-7.771	-3.781
Si	-21.209	-0.61	-2.707
Si	-26.417	2.986	-5.566
Si	-21.25	-6.115	-5.158
Si	-28.749	0.808	24.426
Si	-23.804	-2.227	-2.368
Si	-14.912	-1.163	-0.198
Si	-11.773	1.048	0.04
Si	-14.886	4.469	0.109
Si	-12.232	6.928	0.281
Si	-14.358	9.25	-0.127
Si	-11.587	12.051	0.134
Si	-9.412	-0.981	0.078
Si	-6.846	1.809	-0.022
Si	-9.195	3.911	-0.131
Si	-6.288	6.613	0.256
Si	-9.409	-6.567	0.225
Si	-6.664	-4.286	0.13
Si	-3.679	-1.537	-0.023
Si	-0.784	1.127	-0.005
Si	-4.28	4.223	-0.03
Si	-0.911	6.528	0.237
Si	-4.291	-6.377	-0.022
Si	-1.453	-3.761	0.2
Si	-13.383	-0.088	1.27
Si	-10.715	2.761	1.267
Si	-13.473	5.517	1.595
Si	-10.623	8.15	1.424
Si	-13.356	10.928	1.224
Si	-10.531	-2.637	1.387
Si	-7.93	0.203	1.371
Si	-5.344	2.796	1.472
Si	-8.021	5.435	1.317
Si	-5.15	8.234	1.443
Si	-7.972	-5.438	1.633
Si	-5.352	-2.646	1.26
Si	-2.525	0.071	1.283
Si	0.233	2.728	1.421
Si	-2.565	5.297	1.318
Si	0.14	8.132	1.582
Si	-2.662	-5.372	1.387
Si	0.126	-2.682	1.549
Si	-14.722	1.377	2.588
Si	-12.057	4.061	2.717
Si	-14.879	6.944	2.741
Si	-12.051	9.561	2.685
Si	-14.758	12.24	2.589
Si	-12.06	-1.404	2.691
Si	-9.36	1.476	2.732
Si	-6.707	4.14	2.806
Si	-9.317	6.772	2.752
Si	-6.587	-6.847	2.858
Si	-9.313	12.324	2.858
Si	-6.634	-1.272	2.683
Si	-3.921	1.377	2.703
Si	-1.241	4.005	2.788
Si	-3.822	6.79	2.742
Si	-1.289	-6.758	2.779
Si	-4.027	-4.008	2.748
Si	-1.258	-1.272	2.826
Si	-16.12	0.06	3.969
Si	-13.436	2.706	4.028
Si	-16.271	5.45	3.903
Si	-13.454	8.245	4.06
Si	-16.16	10.896	3.93
Si	-13.441	-2.751	4.023
Si	-10.739	0.036	4.031
Si	-8.04	2.771	4.164
Si	-10.723	5.436	4.079
Si	-7.999	8.125	4.151
Si	-10.744	10.919	4.096
Si	-7.959	-2.619	4.136
Si	-5.284	0.027	4.094
Si	-2.612	2.695	4.163
Si	-5.292	5.499	4.112
Si	-2.574	8.163	4.186
Si	-5.303	-5.399	4.176
Si	-2.644	-2.673	4.144
Si	-15.062	-1.405	16.226
Si	-12.329	1.345	16.295
Si	-15.03	4.054	16.206
Si	-12.382	6.7	16.3
Si	-15.111	9.418	16.259
Si	-12.374	-4.14	16.265
Si	-9.663	-1.39	16.327
Si	-6.976	1.344	16.465
Si	-9.698	3.978	16.393
Si	-6.957	6.734	16.433
Si	-9.696	9.446	16.314
Si	-6.959	-4.083	16.33
Si	-4.26	-1.384	16.477
Si	-1.507	1.325	16.538
Si	-4.277	4.039	16.502
Si	-1.53	6.752	16.502
Si	-4.276	9.448	16.39
Si	-1.518	-4.084	16.56
Si	-13.717	-0.02	17.574
Si	-11.075	2.654	17.828
Si	-13.695	5.305	17.692
Si	-11.055	8.053	17.667
Si	-13.748	10.781	17.572
Si	-11.018	-2.796	17.636
Si	-8.424	0.001	17.765
Si	-5.649	2.689	17.895
Si	-8.332	5.309	17.736
Si	-5.622	8.118	17.802
Si	-8.383	-5.428	17.601
Si	-5.679	-2.747	17.778
Si	-2.9	-0.039	17.85
Si	-0.204	2.668	17.969
Si	-2.946	5.427	17.851
Si	-0.2	-8.204	17.877
Si	-2.986	-5.5	17.754
Si	-0.181	-2.682	17.953
Si	-15.052	1.414	18.874
Si	-12.443	3.971	19.27
Si	-15.092	6.648	18.976
Si	-12.427	9.442	18.972
Si	-15.148	-4.251	18.926
Si	-12.405	-1.432	18.917
Si	-9.792	1.266	19.256
Si	-7.091	4.002	19.264
Si	-9.755	6.618	19.024
Si	-7.09	9.557	18.957
Si	-9.712	-4.16	19.056
Si	-7.1	-1.373	19.083
Si	-4.234	1.319	19.21
Si	-1.624	4.082	19.243
Si	-4.319	6.746	19.248
Si	-1.694	-6.862	19.132
Si	-4.379	-4.187	19.112
Si	-1.656	-1.396	19.31
Si	-16.459	0.029	20.042
Si	-13.916	2.574	20.6
Si	-16.505	5.279	20.289
Si	-13.756	8.041	20.299
Si	-16.463	10.883	20.518
Si	-13.771	-2.853	20.155
Si	-11.248	-0.155	20.514
Si	-8.438	2.586	20.698
Si	-11.015	5.353	20.602
Si	-8.452	8.137	20.172
Si	-11.076	-5.569	20.384
Si	-8.478	-2.709	20.453
Si	-5.669	-0.094	20.416
Si	-2.975	2.748	20.65
Si	-5.776	5.438	20.616
Si	-2.995	-8.18	20.643
Si	-5.87	-5.443	20.442
Si	-3.029	-2.918	20.524
Si	-15.17	-1.415	21.29
Si	-13.027	0.718	21.826
Si	-15.616	3.714	21.853
Si	-12.247	6.984	21.765
Si	-15.33	9.087	21.656
Si	-12.318	-4.01	21.575
Si	-10.15	-1.765	21.84
Si	-6.713	1.421	21.849
Si	-9.803	3.934	22.125
Si	-6.976	7.2	21.667
Si	-9.949	9.11	21.659
Si	-7.011	-3.857	21.831
Si	-4.67	-1.768	21.708
Si	-1.392	1.712	22.054
Si	-4.641	3.838	21.92
Si	-1.214	7.09	21.85
Si	-4.734	-6.975	21.75
Si	-1.431	-4.107	21.795
Si	-6.653	2.768	-5.015
Si	-18.919	-7.002	24.27
Si	-11.289	1.936	23.987
Si	-1.671	7.275	-2.63
Si	-4.018	-1.215	24.561
Si	-11.473	-4.367	-2.753
Si	-6.685	-5.277	26.264
Si	-13.931	5.422	24.042
Si	-13.576	-6.727	-3.027
Si	-21.366	1.55	26.03
Si	-0.176	2.014	-2.846
Si	-5.045	4.961	24.647
Si	-10.87	3.417	-6.454
Si	-10.441	5.908	-1.948
Si	-14.106	-5.468	23.742
Si	2.862	4.445	-7.005
Si	-2.963	-5.898	23.903
Si	-1.858	-2.161	-4.322
Si	-5.188	2.39	26.089
Si	-8.498	-5.631	23.953
Si	0.667	-6.968	-2.868
Si	2.049	-2.094	-2.554
Si	-6.74	0.237	24.793
Si	-2.598	1.241	24.999
Si	-8.032	5.765	23.981
Si	-4.14	-3.979	25.821
Si	-12.746	3.45	26.065
Si	-1.045	4.763	-4.222
Si	-10.876	-3.623	-5.432
Si	0.509	-0.373	-4.529
Si	-9.577	-0.403	24.637
Si	-4.012	-3.497	-6.14
Si	-7.86	-2.61	-2.109
Si	3.017	-6.212	-4.754
Si	-13.102	-6.537	26.481
Si	-8.979	1.101	-5.631
Si	-2.032	5.079	-7
Si	-10.151	-6.438	26.219
Si	-6.95	-7.313	-4.224
Si	-3.925	-7.126	-3.073
Si	-16.968	-4.965	24.221
Si	0.576	6.148	-6.259
Si	6.487	1.07	-4.909
Si	-4.979	2.326	-2.381
Si	-1.386	7.815	24.604
Si	-8.098	7.92	-1.757
Si	-0.329	-4.179	-2.642
Si	-8.821	-1.745	-4.809
Si	-9.566	-5.946	-4.16
Si	-3.904	-0.376	-2.934
Si	-13.567	2.656	-1.945
Si	-3.017	-6.396	-5.683
Si	-8.26	4.738	-6.739
Si	-5.956	-2.069	-4.314
Si	1.412	-1.362	5.611
Si	4.122	1.329	5.724
Si	1.398	4.082	5.676
Si	4.121	6.808	5.75
Si	1.375	9.566	5.682
Si	4.104	-4.066	5.751
Si	6.833	-1.302	5.837
Si	9.544	1.361	5.87
Si	6.833	4.048	5.844
Si	9.538	6.748	5.909
Si	6.809	-6.78	5.797
Si	9.546	-4.048	5.879
Si	12.275	-1.357	5.903
Si	14.948	1.327	5.941
Si	12.253	4.071	5.897
Si	14.967	6.796	5.98
Si	12.295	-6.8	6.02
Si	15.033	-4.106	6
Si	17.709	-1.353	5.972
Si	20.389	1.348	5.933
Si	17.677	4.095	5.996
Si	20.354	6.76	5.936
Si	17.684	-6.81	5.927
Si	20.378	-4.113	5.971
Si	23.065	-1.346	5.91
Si	25.718	1.357	5.86
Si	23.022	4.087	5.885
Si	25.729	6.784	5.91
Si	23.071	-6.801	5.947
Si	25.75	-4.058	5.85
Si	28.417	-1.344	5.817
Si	31.131	1.358	5.74
Si	28.397	4.083	5.839
Si	31.148	6.838	5.772
Si	28.446	-6.756	5.853
Si	31.139	-4.066	5.736
Si	33.823	-1.347	5.651
Si	36.597	1.376	5.518
Si	33.894	4.089	5.646
Si	36.603	6.776	5.454
Si	33.866	-6.796	5.608
Si	36.584	-4.101	5.486
Si	39.287	-1.35	5.359
Si	41.94	1.373	5.289
Si	39.249	4.108	5.372
Si	42.011	6.806	5.278
Si	39.291	-6.82	5.394
Si	41.983	-4.061	5.306
Si	44.714	-1.326	5.222
Si	47.462	1.391	5.103
Si	44.73	4.088	5.218
Si	47.514	6.799	5.149
Si	44.731	-6.766	5.214
Si	47.448	-4.052	5.104
Si	50.217	-1.347	5.015
Si	52.939	1.346	4.946
Si	50.238	4.073	5.021
Si	-44.995	6.787	5.022
Si	50.214	-6.801	5.047
Si	-44.977	-4.064	4.996
Si	-42.225	-1.39	5.01
Si	-39.415	1.314	4.971
Si	-42.198	4.032	4.941
Si	-39.464	6.725	4.944
Si	-42.251	-6.807	5.019
Si	-39.432	12.234	5.033
Si	-36.697	-1.388	4.936
Si	-33.957	1.3	4.939
Si	-36.742	4.022	4.966
Si	-33.955	6.722	5.016
Si	-36.704	9.415	5.023
Si	-33.924	12.172	5.062
Si	-31.196	-1.402	5.092
Si	-28.434	1.329	5.081
Si	-31.264	4.014	5.046
Si	-28.457	6.762	5.111
Si	-31.209	9.465	5.074
Si	-28.434	12.229	5.124
Si	-25.722	-1.373	5.148
Si	-22.979	1.375	5.171
Si	-25.733	4.064	5.13
Si	-22.999	6.809	5.141
Si	-25.729	9.529	5.161
Si	-23.037	12.244	5.161
Si	-20.291	-1.293	5.251
Si	-17.561	1.4	5.26
Si	-20.297	4.105	5.197
Si	-17.622	6.795	5.259
Si	-20.277	9.486	5.189
Si	-17.538	12.257	5.282
Si	-14.822	-1.355	5.334
Si	-12.118	1.352	5.413
Si	-14.877	4.097	5.282
Si	-12.13	6.813	5.383
Si	-14.851	9.571	5.373
Si	-12.128	12.243	5.44
Si	-9.4	-1.308	5.444
Si	-6.68	1.367	5.468
Si	-9.416	4.103	5.501
Si	-6.659	6.799	5.527
Si	-9.401	9.522	5.44
Si	-6.681	-4.043	5.513
Si	-3.998	-1.339	5.525
Si	-1.287	1.369	5.594
Si	-3.989	4.086	5.494
Si	-1.307	6.798	5.627
Si	-3.965	-6.789	5.53
Si	-1.291	-4.053	5.526
Si	2.734	-0.026	7.051
Si	5.443	2.682	7.147
Si	2.731	5.443	7.073
Si	5.45	-8.156	7.145
Si	2.722	-5.425	7.083
Si	5.451	-2.708	7.133
Si	8.173	0.024	7.229
Si	10.884	2.72	7.252
Si	8.153	5.412	7.241
Si	10.888	-8.194	7.281
Si	8.16	-5.431	7.19
Si	10.901	-2.708	7.257
Si	13.6	-0.014	7.309
Si	16.299	2.71	7.303
Si	13.589	5.428	7.295
Si	16.335	-8.155	7.315
Si	13.645	-5.433	7.353
Si	16.357	-2.713	7.341
Si	19.048	0.01	7.327
Si	21.729	2.721	7.292
Si	19.032	5.44	7.351
Si	21.708	-8.169	7.29
Si	19.02	-5.458	7.325
Si	21.731	-2.711	7.292
Si	24.418	0.008	7.272
Si	27.076	2.729	7.222
Si	24.385	5.434	7.269
Si	27.116	-8.145	7.214
Si	24.438	-5.419	7.263
Si	27.103	-2.698	7.215
Si	29.815	0.009	7.145
Si	32.538	2.74	7.033
Si	29.807	5.462	7.139
Si	32.557	-8.124	7.059
Si	29.83	-5.4	7.165
Si	32.522	-2.701	7.059
Si	35.247	0.031	6.922
Si	37.966	2.76	6.826
Si	35.284	5.47	6.928
Si	37.967	-8.167	6.8
Si	35.257	-5.427	6.919
Si	37.963	-2.7	6.785
Si	40.656	0.012	6.712
Si	43.385	2.722	6.595
Si	40.68	5.452	6.686
Si	43.401	-8.14	6.601
Si	40.671	-5.428	6.706
Si	43.403	-2.708	6.615
Si	46.131	0.036	6.516
Si	48.873	2.739	6.422
Si	46.138	5.457	6.523
Si	48.891	-8.15	6.462
Si	46.122	-5.397	6.525
Si	48.869	-2.701	6.417
Si	51.605	0.003	6.359
Si	-43.582	2.693	6.303
Si	-46.324	5.425	6.393
Si	-43.604	-8.175	6.365
Si	-46.318	-5.434	6.376
Si	-43.589	-2.737	6.365
Si	-40.818	-0.025	6.318
Si	-38.074	2.67	6.342
Si	-40.83	5.384	6.312
Si	-38.108	8.08	6.336
Si	-40.823	10.849	6.343
Si	-38.062	-2.714	6.342
Si	-35.326	-0.043	6.309
Si	-32.616	2.634	6.364
Si	-35.358	5.371	6.331
Si	-32.596	8.093	6.384
Si	-35.326	10.799	6.361
Si	-32.566	-2.781	6.414
Si	-29.833	-0.023	6.423
Si	-27.104	2.692	6.462
Si	-29.873	5.386	6.398
Si	-27.114	8.14	6.472
Si	-29.837	10.841	6.422
Si	-27.093	-2.738	6.493
Si	-24.368	-0.002	6.498
Si	-21.65	2.73	6.554
Si	-24.37	5.429	6.486
Si	-21.665	8.148	6.545
Si	-24.384	10.879	6.531
Si	-21.667	-2.722	6.534
Si	-18.94	0.048	6.62
Si	-16.231	2.74	6.657
Si	-18.973	5.437	6.614
Si	-16.252	8.154	6.637
Si	-18.938	10.863	6.573
Si	-16.211	-2.711	6.674
Si	-13.5	-0.013	6.739
Si	-10.801	2.721	6.801
Si	-13.533	5.442	6.69
Si	-10.791	8.16	6.776
Si	-13.519	10.898	6.771
Si	-10.778	-2.698	6.781
Si	-8.064	0.025	6.836
Si	-5.358	2.727	6.859
Si	-8.058	5.448	6.859
Si	-5.352	-8.135	6.895
Si	-8.078	-5.426	6.827
Si	-5.352	-2.701	6.899
Si	-2.664	0.002	6.927
Si	0.03	2.715	7.012
Si	-2.693	5.434	6.942
Si	0.033	8.16	7.013
Si	-2.635	-5.428	6.914
Si	0.031	-2.718	6.96
Si	1.36	1.344	8.396
Si	4.064	4.072	8.464
Si	1.362	6.806	8.415
Si	4.058	-6.798	8.47
Si	1.345	-4.062	8.4
Si	4.066	-1.362	8.47
Si	6.788	1.367	8.561
Si	9.512	4.068	8.611
Si	6.779	6.803	8.544
Si	9.503	-6.798	8.578
Si	6.782	-4.073	8.527
Si	9.518	-1.348	8.592
Si	12.231	1.365	8.635
Si	14.951	4.081	8.661
Si	12.238	6.787	8.657
Si	14.989	-6.803	8.694
Si	12.247	-4.059	8.645
Si	14.963	-1.363	8.675
Si	17.671	1.367	8.672
Si	20.393	4.073	8.683
Si	17.683	6.817	8.691
Si	20.384	-6.804	8.679
Si	17.699	-4.077	8.699
Si	20.401	-1.349	8.681
Si	23.096	1.38	8.657
Si	25.766	4.094	8.619
Si	23.076	6.81	8.653
Si	25.801	-6.779	8.608
Si	23.099	-4.061	8.646
Si	25.79	-1.34	8.616
Si	28.489	1.382	8.536
Si	31.217	4.105	8.441
Si	28.496	6.821	8.548
Si	31.224	-6.772	8.464
Si	28.498	-4.043	8.55
Si	31.206	-1.344	8.467
Si	33.932	1.38	8.348
Si	36.655	4.102	8.251
Si	33.954	6.822	8.347
Si	36.649	-6.801	8.22
Si	33.936	-4.069	8.341
Si	36.646	-1.346	8.216
Si	39.358	1.382	8.127
Si	42.075	4.087	8.007
Si	39.372	6.806	8.116
Si	42.082	-6.783	8.015
Si	39.352	-4.064	8.111
Si	42.073	-1.346	8.013
Si	44.794	1.375	7.92
Si	47.537	4.089	7.831
Si	44.801	6.814	7.915
Si	47.526	-6.784	7.826
Si	44.799	-4.06	7.938
Si	47.53	-1.346	7.822
Si	50.26	1.364	7.747
Si	-44.916	4.061	7.697
Si	50.267	6.795	7.781
Si	-44.94	-6.797	7.727
Si	50.254	-4.07	7.755
Si	-44.939	-1.359	7.714
Si	-42.195	1.341	7.66
Si	-39.453	4.039	7.674
Si	-42.189	6.772	7.669
Si	-39.458	9.47	7.677
Si	-42.19	-4.1	7.69
Si	-39.447	-1.372	7.684
Si	-36.69	1.314	7.675
Si	-33.984	4.019	7.691
Si	-36.716	6.738	7.684
Si	-33.96	9.46	7.726
Si	-36.703	-4.121	7.67
Si	-33.969	-1.397	7.697
Si	-31.234	1.318	7.744
Si	-28.508	4.043	7.776
Si	-31.229	6.751	7.746
Si	-28.494	9.49	7.804
Si	-31.206	-4.126	7.773
Si	-28.491	-1.384	7.804
Si	-25.756	1.341	7.839
Si	-23.046	4.072	7.887
Si	-25.752	6.78	7.83
Si	-23.036	9.506	7.888
Si	-25.765	-4.102	7.871
Si	-23.04	-1.37	7.883
Si	-20.323	1.384	7.961
Si	-17.624	4.081	7.997
Si	-20.35	6.787	7.947
Si	-17.623	9.509	7.983
Si	-20.324	-4.093	7.907
Si	-17.615	-1.349	7.986
Si	-14.906	1.357	8.043
Si	-12.207	4.082	8.1
Si	-14.914	6.796	8.031
Si	-12.183	9.508	8.118
Si	-14.902	-4.065	8.084
Si	-12.174	-1.367	8.129
Si	-9.459	1.364	8.178
Si	-6.741	4.066	8.223
Si	-9.463	6.804	8.172
Si	-6.755	-6.789	8.225
Si	-9.467	-4.081	8.169
Si	-6.753	-1.355	8.228
Si	-4.045	1.361	8.265
Si	-1.353	4.081	8.342
Si	-4.055	6.799	8.291
Si	-1.342	-6.794	8.344
Si	-4.024	-4.081	8.273
Si	-1.341	-1.365	8.319
Si	-0.022	-0.016	9.732
Si	2.686	2.705	9.798
Si	-0.021	5.434	9.741
Si	2.695	-8.166	9.816
Si	-0.012	-5.442	9.745
Si	2.687	-2.728	9.803
Si	5.406	-0.012	9.867
Si	8.13	2.716	9.947
Si	5.399	5.429	9.87
Si	8.128	-8.161	9.921
Si	5.404	-5.445	9.858
Si	8.132	-2.719	9.91
Si	10.857	0.007	9.978
Si	13.584	2.723	10.006
Si	10.859	5.429	9.986
Si	13.6	-8.164	10.013
Si	10.861	-5.436	9.954
Si	13.594	-2.712	10.028
Si	16.319	0.005	10.032
Si	19.031	2.724	10.039
Si	16.313	5.447	10.023
Si	19.036	-8.147	10.057
Si	16.332	-5.43	10.054
Si	19.055	-2.708	10.051
Si	21.754	0.022	10.034
Si	24.451	2.745	10.019
Si	21.744	5.45	10.035
Si	24.457	-8.137	9.986
Si	21.754	-5.424	10.018
Si	24.457	-2.694	10
Si	27.166	0.034	9.944
Si	29.881	2.76	9.848
Si	27.154	5.474	9.94
Si	29.887	-8.124	9.862
Si	27.175	-5.409	9.94
Si	29.883	-2.682	9.876
Si	32.604	0.037	9.762
Si	35.324	2.756	9.657
Si	32.61	5.478	9.75
Si	35.332	-8.124	9.661
Si	32.612	-5.4	9.771
Si	35.323	-2.688	9.641
Si	38.032	0.031	9.533
Si	40.762	2.744	9.436
Si	38.053	5.472	9.552
Si	40.761	-8.139	9.426
Si	38.036	-5.417	9.527
Si	40.751	-2.698	9.424
Si	43.471	0.018	9.326
Si	46.198	2.738	9.229
Si	43.476	5.458	9.32
Si	46.195	-8.14	9.229
Si	43.475	-5.422	9.334
Si	46.199	-2.693	9.239
Si	48.924	0.015	9.147
Si	-46.268	2.718	9.082
Si	48.92	5.449	9.163
Si	-46.276	-8.157	9.104
Si	48.915	-5.422	9.151
Si	-46.279	-2.715	9.097
Si	-43.542	-0.009	9.043
Si	-40.82	2.689	9.02
Si	-43.542	5.422	9.041
Si	-40.82	8.124	9.035
Si	-43.541	-5.451	9.062
Si	-40.811	-2.743	9.028
Si	-38.068	-0.028	9.027
Si	-35.341	2.669	9.047
Si	-38.082	5.389	9.035
Si	-35.349	8.099	9.043
Si	-38.079	-5.482	9.012
Si	-35.338	-2.768	9.032
Si	-32.606	-0.05	9.074
Si	-29.881	2.679	9.108
Si	-32.618	5.382	9.056
Si	-29.874	8.113	9.116
Si	-32.596	-5.496	9.082
Si	-29.858	-2.761	9.14
Si	-27.138	-0.029	9.166
Si	-24.419	2.697	9.218
Si	-27.143	5.402	9.143
Si	-24.415	8.132	9.222
Si	-27.143	-5.481	9.189
Si	-24.413	-2.738	9.226
Si	-21.703	-0.012	9.269
Si	-18.991	2.724	9.356
Si	-21.715	5.42	9.289
Si	-19	8.143	9.319
Si	-21.692	-5.458	9.258
Si	-18.993	-2.734	9.303
Si	-16.286	-0.003	9.389
Si	-13.575	2.709	9.436
Si	-16.286	5.432	9.38
Si	-13.577	8.141	9.434
Si	-16.291	-5.455	9.378
Si	-13.564	-2.724	9.466
Si	-10.844	-0.007	9.505
Si	-8.131	2.717	9.562
Si	-10.86	5.431	9.486
Si	-8.142	-8.16	9.562
Si	-10.856	-5.45	9.502
Si	-8.135	-2.728	9.558
Si	-5.422	0.001	9.614
Si	-2.728	2.708	9.676
Si	-5.433	5.429	9.623
Si	-2.722	-8.164	9.679
Si	-5.421	-5.438	9.613
Si	-2.708	-2.724	9.677
Si	1.305	-1.373	11.135
Si	4.025	1.351	11.194
Si	1.306	4.069	11.137
Si	4.025	-9.528	11.213
Si	1.316	-6.801	11.148
Si	4.023	-4.088	11.196
Si	6.753	-1.363	11.252
Si	9.478	1.361	11.324
Si	6.745	4.081	11.268
Si	9.48	-9.514	11.303
Si	6.743	-6.802	11.252
Si	9.485	-4.068	11.289
Si	12.211	-1.345	11.354
Si	14.95	1.375	11.371
Si	12.216	4.081	11.357
Si	14.959	-9.51	11.382
Si	12.224	-6.782	11.33
Si	14.958	-4.067	11.392
Si	17.687	-1.343	11.4
Si	20.403	1.383	11.404
Si	17.68	4.098	11.387
Si	20.402	-9.505	11.405
Si	17.687	-6.783	11.419
Si	20.421	-4.061	11.406
Si	23.124	-1.331	11.386
Si	25.839	1.391	11.349
Si	23.116	4.113	11.399
Si	25.833	-9.48	11.343
Si	23.127	-6.774	11.37
Si	25.842	-4.049	11.331
Si	28.558	-1.318	11.269
Si	31.279	1.403	11.166
Si	28.552	4.117	11.256
Si	31.285	-9.487	11.168
Si	28.559	-6.765	11.269
Si	31.284	-4.045	11.182
Si	34.001	-1.333	11.064
Si	36.722	1.386	10.96
Si	34.006	4.119	11.066
Si	36.733	-9.486	10.965
Si	34.005	-6.768	11.074
Si	36.718	-4.058	10.944
Si	39.435	-1.334	10.837
Si	42.158	1.374	10.743
Si	39.448	4.102	10.855
Si	42.16	-9.505	10.736
Si	39.437	-6.781	10.835
Si	42.148	-4.064	10.735
Si	44.864	-1.345	10.643
Si	47.597	1.376	10.547
Si	44.874	4.094	10.635
Si	47.586	-9.508	10.548
Si	44.872	-6.792	10.642
Si	47.584	-4.071	10.554
Si	50.304	-1.352	10.481
Si	-44.884	1.358	10.417
Si	-47.601	4.084	10.473
Si	-44.887	-9.529	10.415
Si	-47.62	-6.792	10.478
Si	-44.884	-4.077	10.426
Si	-42.165	-1.374	10.382
Si	-39.433	1.34	10.365
Si	-42.162	4.062	10.381
Si	-39.435	6.77	10.378
Si	-42.163	9.502	10.398
Si	-39.437	-4.114	10.363
Si	-36.709	-1.403	10.371
Si	-33.976	1.319	10.407
Si	-36.709	4.033	10.388
Si	-33.982	6.747	10.401
Si	-36.715	9.477	10.371
Si	-33.974	-4.12	10.397
Si	-31.249	-1.397	10.455
Si	-28.528	1.327	10.483
Si	-31.26	4.039	10.431
Si	-28.516	6.758	10.481
Si	-31.244	9.474	10.453
Si	-28.515	-4.12	10.521
Si	-25.801	-1.386	10.552
Si	-23.086	1.338	10.607
Si	-25.81	4.05	10.542
Si	-23.092	6.775	10.625
Si	-25.794	9.48	10.564
Si	-23.072	-4.108	10.594
Si	-20.369	-1.381	10.649
Si	-17.666	1.348	10.737
Si	-20.382	4.072	10.69
Si	-17.674	6.783	10.714
Si	-20.376	9.497	10.656
Si	-17.671	-4.094	10.705
Si	-14.963	-1.371	10.785
Si	-12.243	1.347	10.827
Si	-14.962	4.06	10.77
Si	-12.247	6.779	10.825
Si	-14.965	9.5	10.764
Si	-12.247	-4.105	10.843
Si	-9.528	-1.38	10.892
Si	-6.81	1.353	10.951
Si	-9.533	4.067	10.881
Si	-6.828	-9.539	10.951
Si	-9.542	-6.819	10.898
Si	-6.812	-4.09	10.954
Si	-4.099	-1.366	11.01
Si	-1.408	1.341	11.071
Si	-4.116	4.059	11.015
Si	-1.402	6.792	11.079
Si	-4.113	-6.812	11.013
Si	-1.39	-4.084	11.084
Si	2.646	-0.024	12.519
Si	5.367	2.696	12.591
Si	2.644	5.416	12.541
Si	5.366	-8.163	12.601
Si	2.653	-5.45	12.549
Si	5.368	-2.729	12.576
Si	8.097	-0.013	12.648
Si	10.83	2.727	12.695
Si	8.1	5.443	12.641
Si	10.846	-8.146	12.657
Si	8.104	-5.436	12.611
Si	10.828	-2.713	12.683
Si	13.57	0.021	12.711
Si	16.32	2.731	12.731
Si	13.585	5.445	12.711
Si	16.313	-8.147	12.761
Si	13.578	-5.433	12.721
Si	16.32	-2.701	12.752
Si	19.052	0.018	12.765
Si	21.759	2.758	12.767
Si	19.033	5.463	12.758
Si	21.782	-8.136	12.743
Si	19.057	-5.417	12.767
Si	21.788	-2.696	12.766
Si	24.487	0.042	12.734
Si	27.223	2.773	12.671
Si	24.487	5.493	12.737
Si	27.213	-8.101	12.677
Si	24.499	-5.403	12.716
Si	27.224	-2.677	12.657
Si	29.947	0.062	12.578
Si	32.676	2.777	12.475
Si	29.939	5.495	12.573
Si	32.672	-8.112	12.485
Si	29.946	-5.391	12.587
Si	32.675	-2.669	12.491
Si	35.395	0.039	12.37
Si	38.124	2.755	12.269
Si	35.398	5.497	12.375
Si	38.124	-8.114	12.274
Si	35.401	-5.394	12.374
Si	38.108	-2.679	12.247
Si	40.834	0.024	12.154
Si	43.55	2.748	12.05
Si	40.844	5.475	12.161
Si	43.553	-8.144	12.055
Si	40.831	-5.417	12.144
Si	43.541	-2.704	12.053
Si	46.258	0.03	11.942
Si	48.991	2.739	11.873
Si	46.274	5.45	11.952
Si	48.965	-8.142	11.872
Si	46.259	-5.429	11.961
Si	48.969	-2.707	11.874
Si	51.698	0.01	11.804
Si	-43.505	2.715	11.757
Si	-46.229	5.454	11.807
Si	-43.514	-8.177	11.758
Si	-46.224	-5.437	11.799
Si	-43.501	-2.723	11.77
Si	-40.784	-0.02	11.716
Si	-38.069	2.676	11.737
Si	-40.787	5.41	11.73
Si	-38.066	8.122	11.737
Si	-40.778	10.857	11.741
Si	-38.074	-2.76	11.717
Si	-35.35	-0.05	11.73
Si	-32.628	2.683	11.773
Si	-35.346	5.389	11.746
Si	-32.623	8.104	11.767
Si	-35.348	10.831	11.722
Si	-32.624	-2.77	11.775
Si	-29.896	-0.033	11.824
Si	-27.187	2.675	11.865
Si	-29.898	5.388	11.794
Si	-27.175	8.097	11.881
Si	-29.896	10.822	11.839
Si	-27.161	-2.761	11.89
Si	-24.466	-0.032	11.934
Si	-21.763	2.69	12.01
Si	-24.474	5.393	11.943
Si	-21.746	8.135	12.004
Si	-24.436	10.84	11.934
Si	-21.739	-2.757	11.98
Si	-19.05	-0.031	12.058
Si	-16.333	2.706	12.126
Si	-19.044	5.432	12.073
Si	-16.344	8.136	12.101
Si	-19.04	10.852	12.036
Si	-16.343	-2.752	12.113
Si	-13.627	-0.016	12.162
Si	-10.907	2.696	12.215
Si	-13.623	5.409	12.154
Si	-10.926	8.123	12.235
Si	-13.637	10.842	12.165
Si	-10.919	-2.741	12.224
Si	-8.198	-0.014	12.268
Si	-5.5	2.703	12.364
Si	-8.213	5.415	12.285
Si	-5.498	-8.186	12.34
Si	-8.213	-5.459	12.276
Si	-5.483	-2.728	12.345
Si	-2.785	-0.015	12.426
Si	-0.081	2.698	12.464
Si	-2.786	5.412	12.401
Si	-0.069	8.146	12.474
Si	-2.782	-5.453	12.402
Si	-0.061	-2.732	12.492
Si	1.258	1.332	13.839
Si	3.982	4.047	13.929
Si	1.251	6.776	13.869
Si	3.992	-6.8	13.952
Si	1.278	-4.086	13.893
Si	3.976	-1.384	13.914
Si	6.704	1.334	13.983
Si	9.449	4.094	14.029
Si	6.722	-9.519	13.978
Si	9.468	-6.776	13.983
Si	6.727	-4.08	13.947
Si	9.449	-1.359	14.036
Si	12.193	1.376	14.059
Si	14.957	4.097	14.073
Si	12.209	-9.494	14.024
Si	14.937	-6.782	14.102
Si	12.198	-4.063	14.047
Si	14.935	-1.325	14.074
Si	17.685	1.389	14.107
Si	20.406	4.133	14.128
Si	17.677	-9.502	14.128
Si	20.429	-6.785	14.109
Si	17.698	-4.048	14.118
Si	20.434	-1.327	14.126
Si	23.139	1.409	14.121
Si	25.876	4.134	14.063
Si	23.151	-9.457	14.131
Si	25.879	-6.732	14.08
Si	23.164	-4.057	14.116
Si	25.884	-1.323	14.046
Si	28.63	1.422	13.993
Si	31.352	4.145	13.879
Si	28.612	-9.465	13.989
Si	31.342	-6.755	13.896
Si	28.613	-4.03	13.991
Si	31.337	-1.305	13.891
Si	34.074	1.403	13.777
Si	36.806	4.132	13.668
Si	34.08	-9.462	13.798
Si	36.8	-6.754	13.688
Si	34.087	-4.033	13.791
Si	36.798	-1.324	13.676
Si	39.529	1.386	13.575
Si	42.233	4.1	13.471
Si	39.535	-9.478	13.573
Si	42.228	-6.78	13.459
Si	39.503	-4.055	13.538
Si	42.221	-1.352	13.467
Si	44.956	1.393	13.356
Si	47.68	4.104	13.28
Si	44.948	-9.526	13.355
Si	47.642	-6.797	13.286
Si	44.927	-4.084	13.365
Si	47.629	-1.347	13.259
Si	50.379	1.379	13.196
Si	-44.835	4.097	13.124
Si	50.349	-9.503	13.194
Si	-44.853	-6.813	13.13
Si	50.366	-4.076	13.181
Si	53.079	-1.348	13.137
Si	-42.117	1.348	13.08
Si	-39.416	4.055	13.08
Si	-42.135	-9.542	13.084
Si	-39.411	9.493	13.094
Si	-42.11	-4.081	13.105
Si	-39.421	-1.38	13.062
Si	-36.707	1.302	13.085
Si	-33.995	4.04	13.121
Si	-36.701	6.756	13.089
Si	-33.998	9.474	13.088
Si	-36.711	-4.126	13.06
Si	-34.002	-1.402	13.098
Si	-31.274	1.34	13.145
Si	-28.567	4.036	13.183
Si	-31.268	6.742	13.125
Si	-28.555	9.448	13.213
Si	-31.279	-4.126	13.152
Si	-28.544	-1.388	13.201
Si	-25.853	1.325	13.26
Si	-23.156	4.034	13.349
Si	-25.848	6.741	13.284
Si	-23.115	9.49	13.349
Si	-25.802	-4.118	13.264
Si	-23.126	-1.405	13.301
Si	-20.437	1.324	13.396
Si	-17.71	4.073	13.462
Si	-20.424	6.789	13.416
Si	-17.725	9.494	13.435
Si	-20.418	-4.123	13.374
Si	-17.732	-1.403	13.452
Si	-15.005	1.329	13.508
Si	-12.294	4.046	13.544
Si	-15.015	6.765	13.476
Si	-12.339	9.46	13.564
Si	-15.016	-4.122	13.505
Si	-12.306	-1.38	13.553
Si	-9.585	1.327	13.607
Si	-6.906	4.05	13.694
Si	-9.602	6.75	13.632
Si	-6.906	-6.841	13.661
Si	-9.605	-4.111	13.613
Si	-6.875	-1.359	13.664
Si	-4.183	1.339	13.765
Si	-1.478	4.043	13.804
Si	-4.182	6.757	13.729
Si	-1.457	9.51	13.8
Si	-4.164	-4.098	13.739
Si	-1.453	-1.373	13.824
Si	-0.103	-0.013	15.205
Si	2.591	2.655	15.244
Si	-0.137	5.386	15.187
Si	2.582	8.141	15.259
Si	-0.14	-5.44	15.201
Si	2.626	-2.735	15.296
Si	5.317	-0.052	15.311
Si	8.059	2.702	15.344
Si	5.346	5.404	15.294
Si	8.086	-8.124	15.316
Si	5.357	-5.411	15.312
Si	8.06	-2.744	15.355
Si	10.813	0.012	15.4
Si	13.575	2.742	15.398
Si	10.826	5.488	15.361
Si	13.554	-8.16	15.431
Si	10.821	-5.434	15.376
Si	13.549	-2.682	15.402
Si	16.302	0.028	15.441
Si	19.036	2.767	15.473
Si	16.299	5.449	15.469
Si	19.071	-8.143	15.471
Si	16.317	-5.414	15.451
Si	19.078	-2.689	15.483
Si	21.788	0.044	15.498
Si	24.519	2.792	15.457
Si	21.769	5.508	15.489
Si	24.521	-8.065	15.481
Si	21.797	-5.433	15.47
Si	24.565	-2.692	15.445
Si	27.263	0.062	15.359
Si	30.043	2.801	15.301
Si	27.253	5.519	15.386
Si	30.001	-8.089	15.316
Si	27.273	-5.359	15.415
Si	29.997	-2.647	15.303
Si	32.74	0.066	15.194
Si	35.478	2.784	15.067
Si	32.729	5.527	15.202
Si	35.483	-8.096	15.113
Si	32.755	-5.387	15.189
Si	35.486	-2.664	15.109
Si	38.205	0.038	14.982
Si	40.92	2.755	14.895
Si	38.214	5.494	14.977
Si	40.923	-8.111	14.897
Si	38.194	-5.37	14.982
Si	40.888	-2.719	14.868
Si	43.638	0.024	14.743
Si	46.351	2.761	14.677
Si	43.636	5.456	14.779
Si	46.326	-8.175	14.685
Si	43.613	-5.433	14.793
Si	46.315	-2.713	14.665
Si	49.018	0.028	14.556
Si	51.764	2.759	14.518
Si	49.045	5.482	14.625
Si	51.727	-8.154	14.528
Si	49.055	-5.436	14.582
Si	51.736	-2.704	14.505
Si	54.468	0.012	14.464
Si	-40.753	2.692	14.437
Si	-43.458	5.437	14.478
Si	-40.771	-8.198	14.432
Si	-43.456	-5.461	14.442
Si	-40.743	-2.709	14.458
Si	-38.062	-0.057	14.441
Si	-35.358	2.659	14.445
Si	-38.05	5.394	14.443
Si	-35.336	8.105	14.445
Si	-38.031	10.841	14.445
Si	-35.375	-2.769	14.425
Si	-32.659	-0.028	14.449
Si	-29.943	2.703	14.533
Si	-32.632	5.402	14.478
Si	-29.934	8.058	14.534
Si	-32.668	10.827	14.467
Si	-29.932	-2.75	14.508
Si	-27.202	-0.05	14.603
Si	-24.545	2.661	14.685
Si	-27.231	5.349	14.596
Si	-24.495	8.102	14.654
Si	-27.177	10.807	14.553
Si	-24.457	-2.773	14.666
Si	-21.83	-0.056	14.711
Si	-19.097	2.692	14.768
Si	-21.817	5.404	14.719
Si	-19.098	8.166	14.809
Si	-21.767	10.845	14.745
Si	-19.108	-2.786	14.786
Si	-16.391	-0.047	14.828
Si	-13.661	2.686	14.884
Si	-16.373	5.44	14.852
Si	-13.714	8.077	14.914
Si	-16.386	10.814	14.84
Si	-13.682	-2.755	14.882
Si	-10.976	-0.021	14.941
Si	-8.288	2.674	15.032
Si	-10.978	5.37	14.971
Si	-8.269	8.104	15.017
Si	-11.002	10.822	14.925
Si	-8.275	-2.716	14.966
Si	-5.585	-0.01	15.104
Si	-2.861	2.692	15.167
Si	-5.569	5.401	15.079
Si	-2.843	8.116	15.098
Si	-5.58	-5.473	15.027
Si	-2.848	-2.736	15.152
O	9.234	-0.054	-4.005
O	0.603	-0.997	23.68
O	-0.662	3.397	-3.493
O	2.671	5.138	25.47
O	7.441	1.712	-6.067
O	7.512	5.767	-4.427
O	7.989	2.922	25.095
O	5.169	7.946	22.397
O	3.728	-4.793	23.44
O	1.609	-6.055	22.609
O	5.34	-2.94	22.399
O	6.964	-1.556	23.905
O	17.521	-2.483	-6.855
O	10.688	-7.065	-5.686
O	8.907	1.24	23.247
O	10.624	2.807	22.23
O	2.932	2.585	25.869
O	6.415	3.45	23.027
O	7.988	5.25	22.05
O	8.715	7.14	23.484
O	6.501	-6.517	23.523
O	9.874	-4.12	23.807
O	11.189	-2.342	22.545
O	11.176	4.874	26.189
O	9.053	0.538	25.663
O	14.502	1.788	23.809
O	16.523	3.018	22.986
O	3.336	-0.227	23.123
O	19.347	-2.266	-5.029
O	12.038	-7.315	23.394
O	4.461	-2.492	-5.596
O	13.764	6.969	23.477
O	13.61	-5.34	22.634
O	11.856	-3.95	25.644
O	17.46	-1.886	23.398
O	17.486	-4.247	-5.028
O	3.95	2.29	23.396
O	13.964	-0.13	-2.663
O	14.256	-1.241	-4.989
O	13.502	7.939	-3.072
O	9.684	4.487	-5.105
O	12.495	-7.206	-0.91
O	1.43	4.632	23.245
O	17.08	2.844	-3.44
O	11.611	7.164	25.168
O	7.979	5.397	-6.937
O	6.957	5.349	24.762
O	4.543	0.624	25.262
O	18.412	1.246	-4.954
O	9.099	6.344	25.817
O	2.242	-6.016	-6.137
O	4.351	-7.086	-4.966
O	15.221	4.294	24.923
O	5.179	-6.593	25.917
O	2.42	-0.946	25.521
O	4.64	-1.989	24.841
O	12.958	-3.455	-4.492
O	12.93	3.823	-0.641
O	9.359	-2.35	-2.855
O	-0.154	-7.998	22.026
O	1.392	-4.289	24.478
O	10.069	2.051	-5.923
O	5.744	-3.699	-3.735
O	16.097	5.177	-3.297
O	8.551	-7.757	-2.691
O	15.094	-3.503	-6.077
O	8.77	-5.727	-4.206
O	9.605	2.507	-3.391
O	21.177	-7.361	-4.639
O	5.346	6.025	-3.047
O	10.752	-2.049	-5.119
O	-0.015	-7.724	24.927
O	6.854	7.12	-1.232
O	14.766	6.642	-5.016
O	6.952	-7.618	-4.674
O	16.371	-0.013	0.138
O	12.414	-3.229	-6.98
O	0.187	0.165	26.095
O	0.318	7.741	-6.345
O	-44.906	-4.556	-1.683
O	6.078	-7.199	-6.996
O	12.171	-0.957	-0.686
O	5.349	4.321	-4.952
O	42.126	-6.546	24.768
O	18.469	-1.313	-0.779
O	8.185	2.82	-0.112
O	10.103	-1.917	25.188
O	2.33	3.978	-0.986
O	16.061	5.505	0.113
O	16.727	4.903	-5.848
O	2.953	8.108	-0.113
O	17.39	-6.242	-0.715
O	15.37	-4.581	-0.791
O	13.75	-2.78	0.126
O	1.386	2.05	-2.428
O	15.561	-3.119	-3.581
O	5.033	1.777	-4.887
O	5.558	0.042	-0.217
O	-6.986	0.621	23.238
O	6.52	4.526	-1.083
O	20.501	6.277	-0.787
O	-3.283	-5.253	25.336
O	34.107	5.113	-2.728
O	5.869	-5.707	0.224
O	4.8	-4.26	-1.403
O	7.52	-1.495	-1.056
O	9.461	-3.209	-0.424
O	-41.852	4.177	23.012
O	11.9	3.322	-4.48
O	13.977	2.977	-2.837
O	-24.084	-2.751	-3.877
O	9.475	7.004	-0.878
O	11.07	5.406	0.198
O	33.062	-7.871	-3.099
O	33.245	3.695	25.673
O	10.917	-5.389	0.075
O	-39.843	5.893	-3.329
O	18.304	0.291	26.339
O	-47.408	-8.116	25.934
O	21.347	2.579	25.73
O	19.065	-0.012	22.498
O	17.611	4.055	-1.199
O	29.562	1.568	-6.69
O	39.719	-0.618	23.204
O	42.037	7.689	-6.015
O	20.087	6.658	23.731
O	21.667	-8.134	22.425
O	19.262	-5.168	22.501
O	17.831	-6.768	23.801
O	20.654	-3.288	23.5
O	22.397	-1.443	23.636
O	38.734	-3.247	-5.753
O	32.111	1.912	-6.087
O	27.602	2.994	22.502
O	23.406	3.134	23.383
O	24.602	5.349	22.549
O	28.301	-7.502	23.275
O	-18.857	0.413	22.091
O	27.429	-0.186	26.35
O	29.537	-1.133	23.423
O	48.174	5.863	-6.689
O	37.453	1.305	-6.089
O	32.842	2.681	22.185
O	31.266	0.858	23.247
O	34.2	4.504	23.255
O	21.04	1.58	23.27
O	23.746	1.565	25.407
O	16.421	-2.445	25.685
O	33.088	-8.051	22.385
O	39.303	-5.212	-3.892
O	36.517	-4.3	22.978
O	44.783	-3.95	-5.118
O	31.494	6.385	23.223
O	31.958	3.83	-3.167
O	27.889	-2.137	-3.665
O	26.344	7.909	26.092
O	30.362	7.185	-0.802
O	25.622	1.211	-1.159
O	31.052	-6.781	-1.803
O	-48.85	-6.005	26.292
O	19.188	5.174	25.816
O	32.479	-4.537	26.371
O	35.482	-0.641	-6.16
O	23.114	-6.676	-6.244
O	29.343	-5.167	22.902
O	34.927	2.215	24.37
O	40.192	1.724	24.326
O	-20.419	2.529	25.124
O	14.423	-4.531	26.379
O	19.298	7.531	-3.602
O	37.596	-3.271	-3.4
O	34.592	-6.939	-4.954
O	19.449	-4.448	-6.588
O	27.364	6.55	-3.028
O	6.471	-6.038	-2.733
O	26.134	-4.409	23.627
O	27.537	-2.559	22.506
O	-21.717	-3.115	24.667
O	22.034	-2.918	25.75
O	-35.718	-4.603	-3.312
O	26.134	6.875	-5.311
O	31.688	-3.859	-5.969
O	43.497	5.311	-0.619
O	25.018	2.863	-5.086
O	20.167	-1.237	25.149
O	27.299	5.329	25.572
O	18.125	-3.821	-2.642
O	-18.042	6.036	22.949
O	29.057	3.875	-0.719
O	21.832	-5.544	-0.009
O	26.433	-5.635	25.918
O	-39.941	-5.771	24.61
O	32.666	-5.199	-3.169
O	30.044	-4.694	25.529
O	28.112	1.536	-1.354
O	35.301	7.136	-3.673
O	28.739	6.503	-5.268
O	21.186	5.6	-3.176
O	42.129	-2.289	26.117
O	-22.187	-3.035	22.082
O	39.035	-6.926	-1.804
O	18.74	-6.769	-5.338
O	20.018	5.803	-5.504
O	23.758	-7.089	-0.965
O	-36.174	3.853	26.469
O	-26.848	5.755	-3.633
O	20.781	-4.031	-3.247
O	23.387	-3.553	-2.848
O	-47.385	-0.277	-6.905
O	30.702	1.813	-0.899
O	4.527	6.116	-0.634
O	-17.889	-4.009	23.271
O	22.492	-4.366	-5.189
O	-24.454	4.99	24.239
O	35.622	-4.988	-3.471
O	7.474	-3.946	-1.803
O	-16.993	4.104	-5.654
O	27.633	-1.293	-1.14
O	20.612	0.004	-5.424
O	-19.669	-3.045	-5.686
O	33.962	-1.859	-0.942
O	24.171	2.845	0.02
O	29.733	-5.709	-5.677
O	47.302	4.76	24.876
O	32.182	5.433	-0.077
O	18.961	-8.156	0.074
O	33.438	-6.269	-0.978
O	31.447	-4.051	-1.19
O	29.59	-2.673	-0.139
O	19.71	1.055	-0.951
O	-30.199	-7.015	-5.198
O	30.943	4.904	25.292
O	21.703	-0.103	0.08
O	-21.301	4.405	-6.507
O	-25.101	6.754	26.208
O	36.157	6.256	-1.321
O	-47.411	-1.019	-4.352
O	47.673	6.332	22.792
O	-4.194	3.452	-1.491
O	19.803	-4.289	-0.864
O	23.443	-1.779	-0.902
O	25.013	-3.886	-0.82
O	-31.192	4.662	22.846
O	45.853	-1.302	22.649
O	40.873	5.112	22.176
O	25.283	7.124	-0.72
O	27.076	5.451	0.047
O	25.279	5.097	-3.586
O	15.292	6.854	26.128
O	26.935	-5.467	-0.05
O	28.596	-7.211	-0.999
O	35.955	-0.104	25.101
O	-33.634	-4.11	-1.859
O	38.068	4.45	25.055
O	34.359	-0.176	23.138
O	34.187	2.449	-3.224
O	37.209	6.882	25.654
O	-38.272	-4.107	-3.552
O	38.115	6.642	-3.365
O	45.695	5.15	-6.651
O	38.393	-8.151	22.367
O	-48.063	7.808	-6.565
O	35.067	-6.479	23.263
O	38.368	-2.605	22.191
O	46.463	1.562	-4.322
O	-16.787	2.541	22.181
O	27.083	4.452	-5.384
O	-32.147	-5.882	-0.728
O	-31.081	-0.689	-6.834
O	-47.575	3.31	-4.475
O	45.336	6.365	23.926
O	44.197	-8.06	22.392
O	40.075	-6.252	23.174
O	42.25	-4.866	22.7
O	48.276	-0.04	-3.355
O	-48.074	-2.741	-6.215
O	47.886	-1.338	24.296
O	-48.63	2.834	21.857
O	-23.35	7.009	-1.943
O	-45.88	1.657	-5.53
O	-44.942	6.703	-6.548
O	-7.658	-3.892	-1.13
O	-1.561	-6.741	-6.293
O	45.127	-5.792	22.979
O	47.493	-5.272	22.389
O	-44.646	-7.041	-6.073
O	-47.909	-1.161	22.692
O	45.826	-5.417	-6.87
O	46.022	4.234	22.67
O	44.109	4.693	26.397
O	-0.207	2.791	22.374
O	21.885	-1.958	-4.317
O	41.107	-6.211	-6.597
O	-26.024	7.93	-6.529
O	48.513	7.731	-4.234
O	-26.402	3.891	22.799
O	46.535	-3.257	-3.386
O	-48.226	0.477	24.684
O	-37.695	4.655	-2.146
O	-47.115	-4.468	-3.239
O	47.309	6.875	-1.956
O	-45.029	6.564	22.607
O	-7.739	7.93	-3.316
O	-27.05	-5.465	-0.417
O	-36.196	4.138	22.718
O	-40.873	-3.631	25.744
O	-40.909	-0.714	-6.938
O	-3.893	1.239	-2.894
O	36.898	6.077	23.193
O	37.232	-1.985	26.284
O	-36.771	6.364	23.955
O	-48.233	5.587	25.578
O	43.136	-0.13	-3.858
O	-42.326	-4.947	23.704
O	-37.431	7.063	-3.279
O	-13.078	6.365	23.034
O	45.698	-5.745	-3.136
O	41.014	5.163	-5.731
O	-16.453	7.948	22.02
O	36.641	-5.607	-5.806
O	42.974	-1.867	-5.973
O	-22.032	4.395	24.349
O	13.669	-7.58	25.454
O	-41.113	-0.398	-4.287
O	46.937	5.67	-4.344
O	41.227	-6.965	-3.107
O	-42.438	-7.055	25.178
O	-15.048	4.555	23.183
O	48.275	-5.246	-3.658
O	-29.751	-5.143	21.779
O	1.488	-0.801	-3.33
O	-42.565	-6.547	-4.45
O	22.967	2.674	-6.623
O	-47.401	3.628	-1.799
O	-34.835	-3.515	-6.676
O	16.505	2.04	25.474
O	-41.507	6.806	-5.212
O	42.31	1.099	22.981
O	-37.017	-1.746	-4.194
O	-47.966	-1.134	-1.77
O	40.159	-2.795	-3.587
O	-24.41	6.929	-4.544
O	41.677	-1.313	-2.042
O	-43.717	7.394	26.367
O	46.859	-5.822	24.955
O	-23.189	-3.471	-1.521
O	39.185	-7.705	-4.432
O	-4.03	1.96	25.055
O	12.168	4.204	23.766
O	-25.188	-1.738	-1.675
O	34.287	-4.405	-5.662
O	44.191	-0.871	-1.534
O	-40.052	-4.269	22.486
O	-45.51	-1.862	-5.9
O	-46.383	-2.749	-0.592
O	40.487	2.758	-0.727
O	-33.267	-1.677	-5.858
O	-10.158	-7.45	-4.116
O	48.875	5.397	-0.711
O	19.462	-6.196	-2.859
O	34.97	-8.13	-0.157
O	-48.089	-6.491	-1.898
O	47.405	-4.639	-1.351
O	-23.578	3.692	-5.839
O	-38.016	-0.214	-0.545
O	8.556	-5.976	-6.735
O	-40.248	5.396	24.729
O	37.707	-0.161	-0.493
O	-48.509	3.086	24.898
O	-0.487	-1.578	-4.921
O	-42.344	-6.531	-1.807
O	3.604	3.253	-3.211
O	-19.33	-6.218	25.628
O	37.719	-5.374	-0.279
O	22.325	-5.392	26.357
O	36.074	-3.678	-1.231
O	41.409	-3.859	-1.498
O	-10.981	3.13	22.93
O	42.41	1.107	-1.558
O	-16.51	-5.38	-3.546
O	-47.351	1.182	-2.881
O	27.345	2.527	25.939
O	-14.498	-6.708	-4.341
O	-30.215	5.957	25.072
O	43.505	5.582	-5.366
O	2.118	5.813	-6.554
O	43.29	-5.54	-0.6
O	45.232	-7.369	-1.195
O	-42.095	1.783	-2.593
O	43.81	-2.796	21.972
O	-34.622	-2.119	-3.256
O	-45.957	0.012	21.604
O	-40.359	5.817	21.725
O	-38.748	-0.386	-5.523
O	-17.566	1.787	-1.58
O	-36.355	-0.946	-6.56
O	-43.803	2.281	24.984
O	-43.19	-8.126	21.707
O	-45.344	-4.365	22.219
O	-48.65	-8.136	21.852
O	-43.389	-2.664	21.623
O	-41.842	-0.591	22.201
O	-43.431	1.522	-6.395
O	45.931	-2.611	-0.547
O	-38.069	-2.802	21.576
O	-38.031	2.559	21.844
O	-40.589	-1.506	24.254
O	-26.905	-5.487	-3.164
O	-14.639	4.515	-4.634
O	-38.296	7.881	21.699
O	-41.037	-6.705	22.328
O	-13.263	8.06	-0.237
O	-32.901	0.046	25.012
O	-36.257	-1.107	22.422
O	-25.258	-5.856	-6.569
O	-32.717	2.739	21.867
O	-44.132	1.588	22.479
O	-31.486	5.427	-3.191
O	-22.351	-5.67	24.679
O	-26.896	5.844	24.552
O	33.463	0.418	25.62
O	-36.281	-6.941	22.606
O	9.153	0.892	-1.438
O	-36.35	-7.644	25.13
O	-32.385	-2.536	21.69
O	-35.371	-5.329	24.467
O	-34.179	0.865	22.84
O	-29.924	4.209	-7.014
O	-32.229	-3.916	-6.781
O	47.935	-6.844	-6.171
O	-8.907	4.572	23.34
O	-32.527	5.247	-0.377
O	-44.657	4.003	23.175
O	-31.488	8.032	-3.297
O	-34.723	2.152	-4.132
O	12.871	2.94	26.054
O	29.35	4.835	23.241
O	-34.652	5.085	24.761
O	-37.479	-6.605	-3.601
O	-28.045	1.216	-3.854
O	-37.355	-2.314	24.439
O	-9.806	-5.494	24.921
O	-26.394	-0.609	-4.695
O	-43.132	4.024	-1.82
O	-8.582	-6.991	-1.129
O	-28.808	-4.242	-1.808
O	-28.738	-1.268	-3.419
O	-1.842	7.072	25.948
O	-5.483	-7.089	-3.555
O	-5.882	1.905	-6.169
O	-47.03	4.841	22.78
O	-9.131	-7.679	26.398
O	3.063	3.387	-5.792
O	-35.241	-7.911	-3.87
O	-44.578	-6.374	23.716
O	-35.441	-0.471	24.774
O	-2.855	-0.337	25.241
O	-38.212	-2.838	-6.347
O	-43.968	-5.007	25.819
O	-40.516	1.556	-5.85
O	-10.296	1.933	-6.093
O	-24.398	-7.207	24.066
O	48.381	2.582	-2.878
O	0.266	5.522	-4.801
O	12.21	1.458	-1.605
O	-5.527	-5.355	-0.355
O	-42.476	6.593	-2.893
O	-33.986	-7.874	-6.246
O	-29.043	7.28	-3.96
O	-28.105	6.796	-1.595
O	-3.689	-2.73	24.934
O	-10.069	-5.19	-2.814
O	-32.68	0.806	-5.244
O	-43.976	2.62	-4.096
O	-36.966	-5.042	-5.601
O	43.918	0.49	-6.3
O	-26.181	3.41	25.361
O	-16.721	1.513	-4.145
O	17.743	0.483	-2.52
O	-1.405	6.682	23.428
O	-19.029	7.741	24.579
O	-1.94	-4.963	23.082
O	-16.679	3.856	-3.024
O	-11.83	7.65	-5.634
O	-22.591	0.944	25.172
O	-32.464	-0.202	-0.595
O	-45.188	-2.687	-3.492
O	-1.075	1.718	-1.512
O	-40.547	-2.846	-3.84
O	-33.418	-4.01	-4.498
O	43.977	2.741	21.958
O	48.077	-2.805	22.223
O	-24.508	2.765	-0.508
O	-40.513	-5.38	-3.325
O	-39.644	1.142	-1.861
O	-46.236	2.101	24.086
O	-15.002	-0.328	-3.828
O	-45.434	5.716	24.997
O	-40.693	3.426	-1.207
O	-18.502	-3.623	-3.309
O	-10.56	-0.76	25.875
O	-20.401	3.304	-1.801
O	-38.745	6.691	-1.107
O	-46.448	-8.151	-0.763
O	25.741	1.786	23.645
O	-23.793	-5.125	22.569
O	24.802	-4.477	-6.43
O	-44.724	1.905	-1.747
O	33.301	7.157	-5.419
O	20.109	-5.809	24.909
O	-43.674	-0.144	-0.695
O	-44.351	-0.077	-4.362
O	-23.911	-0.513	-5.284
O	-6.478	5.382	24.072
O	-44.643	5.646	-4.184
O	-8.63	6.232	25.411
O	-11.621	-7.086	26.134
O	-44.855	-5.361	-4.12
O	-26.287	4.352	-1.522
O	-42.104	-1.636	-2.103
O	-12.556	1.615	-1.268
O	-29.322	-6.673	-2.789
O	-33.447	6.611	-4.511
O	-33.869	1.565	-1.737
O	-33.479	3.103	-6.246
O	-19.988	3.865	22.791
O	1.038	-3.331	-2.753
O	-40.736	4.149	-5.807
O	-24.866	-2.672	-6.462
O	-38.034	-5.556	-0.731
O	-36.369	-7.581	-1.479
O	-20.801	0.888	-3.186
O	-45.861	4.269	-6.164
O	-20.721	-1.618	-3.856
O	-30.325	-0.459	21.756
O	28.585	-7.144	25.897
O	30.652	-6.884	24.294
O	-30.274	0.332	24.68
O	-34.654	6.199	22.387
O	-19.349	6.935	-4.87
O	-27.384	7.876	21.667
O	-12.95	-6.34	-6.336
O	-31.554	-6.7	22.806
O	-27.693	-3.113	21.788
O	-26.113	-1.21	22.761
O	15.503	-3.649	23.471
O	-2.076	4.521	-5.469
O	-23.851	1.181	22.854
O	-22.007	2.691	21.812
O	-43.266	4.758	-6.229
O	-24.726	5.38	21.521
O	-22.786	6.455	22.788
O	-22.204	-7.266	22.536
O	-26.44	-6.416	22.734
O	14.373	4.03	-5.085
O	11.5	-0.695	-3.1
O	-12.924	4.393	24.763
O	-20.512	-1.322	23.116
O	18.965	2.208	24.653
O	46.644	1.073	-1.671
O	-28.627	1.22	22.861
O	-12.694	-5.379	-3.044
O	-23.092	-1.163	23.654
O	16.056	8.115	22.705
O	-7.248	-1.638	-5.188
O	-19.815	-6.512	23.015
O	-17.116	-4.825	25.822
O	29.812	5.335	-3.24
O	-16.241	-2.38	22.086
O	-25.078	-0.053	24.852
O	-35.911	6.731	-5.712
O	-16.782	6.199	-4.146
O	19.993	-0.792	-2.92
O	-15.573	-6.632	-6.652
O	-25.932	4.167	-6.566
O	-18.548	-6.947	-3.111
O	33.488	3.37	-0.945
O	-11.788	-3.625	-1.359
O	-24.272	4.887	-3.115
O	-11.764	2.309	25.49
O	-29.742	3.245	-3.561
O	-19.616	5.145	24.954
O	-24.661	-6.549	-4.129
O	-12.862	3.123	-3.309
O	-44.774	6.45	-1.728
O	-17.227	-7.719	-5.064
O	-1.973	1.391	23.532
O	-33.795	-4.634	22.495
O	-14.473	6.333	25.281
O	-8.874	-2.542	-3.38
O	-1.718	1.812	26.226
O	1.353	-0.073	-5.874
O	6.81	-3.432	25.866
O	-31.168	3.416	-1.527
O	-26.156	-2.539	24.977
O	-34.798	-2.789	23.918
O	-20.352	-6.272	-6.474
O	42.555	2.869	24.99
O	-30.346	-8.043	26.463
O	-18.307	-5.308	-5.253
O	-15.014	1.979	-2.215
O	29.155	-3.199	-5.76
O	-11.116	8.098	22.26
O	-26.754	-7.863	25.056
O	-40.136	-7.901	-6.667
O	-30.357	0.715	-2.793
O	-20.625	-4.99	-4.17
O	-20.162	7.395	-2.473
O	35.143	-2.381	-3.244
O	-20.504	-0.566	-6.27
O	-1.648	5.74	-3.104
O	-16.09	-2.733	-3.157
O	-17.399	-6.514	23.911
O	-24.063	-3.912	25.7
O	-12.21	-3.366	-6.308
O	-13.578	-5.649	25.235
O	-22.714	-5.519	-5.532
O	-38.381	2.985	-6.063
O	45.976	8.07	-3.722
O	-17.258	5.902	25.476
O	24.906	7.768	-3.113
O	-4.188	6.137	25.301
O	-25.219	-6.857	-1.59
O	-21.298	-7.567	-4.439
O	36.532	-5.339	25.302
O	34.303	-4.291	24.43
O	-10.23	-5.125	-5.413
O	-22.775	-0.964	-2.408
O	-16.105	-0.087	-0.522
O	42.083	0.276	25.42
O	-8.03	1.98	-4.642
O	-1.612	7.303	-1.014
O	-6.63	7.702	26.224
O	9.551	7	-5.636
O	-3.12	7.786	-3.151
O	45.246	-1.361	-4.795
O	-27.687	-0.381	24.736
O	-20.429	-0.856	-1.336
O	-17.679	7.33	-1.555
O	-14.501	-6.869	23.029
O	-14.298	-1.645	-1.653
O	20.38	2.522	-6.2
O	-33.962	-7.471	23.884
O	-4.224	-0.939	-1.442
O	-15.96	5.53	-0.551
O	1.879	7.166	24.018
O	-30.075	-8.041	-0.578
O	-14.538	-6.72	-1.719
O	-17	-4.394	-1.247
O	-18.775	-2.667	-0.465
O	-15.854	0.162	-6.282
O	22.831	6.983	-1.723
O	29.517	7.02	24.77
O	-26.987	0.049	-0.786
O	-26.1	-5.283	24.934
O	-0.33	0.902	-4.007
O	-11.737	6.106	-1.026
O	-33.106	8.086	21.505
O	22.612	-6.417	23.988
O	3.783	5.8	23.092
O	-32.971	-4.434	25.009
O	3.496	-2.401	-3.164
O	-30.677	-1.722	-1.704
O	8.067	-7.203	-0.203
O	-7.343	-6.065	25.005
O	-13.769	-2.465	-4.284
O	-5.827	-2.802	22.302
O	-5.493	-0.761	25.035
O	-42.875	5.203	25.266
O	24.415	-4.01	25.468
O	-2.805	-2.611	-5.534
O	-31.917	7.133	23.606
O	-21.49	-5.372	-0.648
O	-19.352	-7.145	-0.748
O	-22.683	6.757	25.31
O	15.961	0.61	-4.333
O	-39.656	0.657	22.761
O	-12.482	1.079	23.319
O	37.742	1.176	23.278
O	36.058	0.785	-3.993
O	-5.714	-4.186	25.599
O	28.62	-0.703	-5.746
O	25.497	-1.993	-2.556
O	-15.463	-4.605	23.806
O	-41.342	3.13	25.406
O	13.58	1.38	-4.865
O	-11.234	-2.943	22.155
O	-9.664	-1.347	23.334
O	-29.922	-5.137	-6.949
O	36.602	4.67	-3.237
O	-5.746	2.959	-3.683
O	-5.701	2.637	22.256
O	-9.921	1.094	24.128
O	-47.021	-6.339	22.725
O	-8.034	6.954	22.895
O	-5.816	-8.107	22.236
O	-8.955	-6.716	22.857
O	-7.9	-4.359	23.129
O	-13.855	3.951	-1.039
O	-4.182	4.398	23.39
O	-3.937	-1.024	22.961
O	-6.747	7.436	-1.059
O	-28.687	-0.378	-5.855
O	13.762	-7.186	-5.433
O	-5.396	3.955	25.852
O	3.415	-4.71	-4.316
O	-12.565	-7.999	-3.139
O	-7.983	6.317	-6.846
O	-4.325	-6.074	23.051
O	-41.037	7.322	26.218
O	-35.889	0.228	-2.814
O	-0.461	-2.919	22.345
O	-17.429	6.51	-6.631
O	31.149	-0.687	25.462
O	39.393	-2.138	-1.161
O	46.198	1.591	-6.94
O	18.081	5.055	23.41
O	-21.681	5.366	-0.773
O	46.257	-3.525	23.968
O	47.16	-2.789	-5.855
O	29.198	1.017	24.832
O	-29.019	-4.747	-4.489
O	41.81	6.746	-3.695
O	-29.449	6.552	22.622
O	-6.862	-7.874	-5.722
O	-6.405	-2.466	-2.804
O	-31.753	1.94	26.248
O	-6.518	1.569	25.682
O	0.273	5.505	-0.298
O	-10.606	0.008	-0.482
O	31.69	-4.409	23.483
O	-36.144	2.707	-1.867
O	-40.614	-7.929	-3.324
O	44.008	8.116	25.114
O	10.533	2.564	24.986
O	6.201	-0.487	-5.284
O	-25.485	1.684	-5.719
O	33.363	-2.185	25.618
O	1.058	-6.873	-1.294
O	23.796	0.488	22.872
O	43.61	-7.611	-3.172
O	2.053	-7.004	-3.715
O	24.778	5.814	25.708
O	-23.55	-7.787	-6.306
O	-7.096	4.148	-5.758
O	-28.459	2.092	25.371
O	-21.691	3.146	-4.1
O	-5.245	-3.289	-5.105
O	-8.437	-1.441	-1.152
O	32.526	-2.491	-3.052
O	-9.288	6.905	-1.44
O	26.639	-2.563	-5.92
O	38.537	0.123	25.525
O	5.379	6.897	-5.574
O	2.194	-1.787	-0.974
O	26.251	6.898	23.719
O	-2.496	-0.993	-3.406
O	24.593	0.642	-6.438
O	-46.295	-4.551	24.569
O	-27.911	2.729	-6.096
O	14.01	6.972	-0.632
O	42.01	7.504	-1.328
O	-26.269	3.351	-4.007
O	30.361	3.722	-5.304
O	-0.712	-4.404	-1.092
O	-9.422	-0.238	-4.836
O	12.15	7.107	-5.143
O	48.498	1.052	-5.917
O	16.267	-5.577	-3.042
O	21.876	7.262	-6.627
O	-3.756	-6.699	-1.524
O	-39.785	-3.665	-1.46
O	0.285	-0.084	-0.288
O	34.848	1.894	-6.073
O	-8.086	-0.51	25.241
O	33.864	-0.122	-2.877
O	-7.938	-6.003	-4.241
O	-44.488	-8.068	-3.641
O	-11.362	-3.281	-3.924
O	-31.285	-1.234	-4.248
O	-32.312	3.068	-3.922
O	-0.37	8.125	-3.145
O	-9.84	4.437	-1.57
O	-34.943	1.955	25.12
O	-8.034	2.828	-0.513
O	-33.454	6.941	-1.948
O	-3.603	-5.043	-6.32
O	-39.837	2.904	-3.723
O	-42.977	-2.21	-4.619
O	45.545	3.122	-0.623
O	21.358	-7.816	25.993
O	47.555	3.52	-5.731
O	-2.542	-2.67	-0.369
O	30.44	-4.027	-3.67
O	-0.1	-5.619	-3.305
O	20.508	4.116	23.789
O	-38.32	-4.215	26.015
O	17.913	-4.24	24.539
O	39.134	4.311	-4.062
O	22.433	4.517	-0.98
O	38.756	3.131	22.053
O	-10.835	6.353	-3.469
O	-10.588	-5.524	-0.176
O	38.72	4.65	-1.525
O	38.707	6.223	-5.84
O	-14.336	-1.917	-6.848
O	18.694	4.963	-3.385
O	-6.035	1.52	-1.422
O	10.644	-4.55	-5.571
O	5.427	3.198	25.383
O	32.995	-2.417	22.44
O	-14.588	-4.375	-5.811
O	-5.246	5.501	-0.326
O	-9.71	4.48	-6.047
O	-14.288	1.929	-5.167
O	26.813	-2.895	25.718
O	-22.61	1.876	-1.801
O	-39.198	-5.246	-6.988
O	-27.792	-6.463	-6.093
O	-13.022	-4.675	22.876
O	35.601	4.78	25.261
O	-21.814	1.763	-6.351
O	-12.306	3.671	-5.747
O	3.665	1.701	-1.086
O	48.028	0.701	22.664
O	6.963	7.882	25.295
O	40.93	-4.269	24.81
O	-43.01	-2.079	25.434
O	42.692	6.521	23.346
O	14.644	1.813	-0.631
O	2.433	-6.689	24.956
O	-28.586	2.079	-1.437
O	-2.421	-7.379	24.132
O	7.205	1.294	-3.449
O	9.362	-4.085	26.392
O	29.555	7.939	-3.177
O	-36.548	-2.027	-1.608
O	37.019	8.1	-5.673
O	15.064	-7.152	-1.351
O	26.643	2.865	-3.121
O	-22.27	-2.479	-5.81
O	43.626	-6.436	-5.927
O	-26.708	-8.043	-3.351
O	32.351	0.023	-0.052
O	38.897	3.627	-6.54
O	35.717	1.252	-1.426
O	-47.76	-6.67	-4.608
O	13.179	-0.186	22.656
O	-21.929	6.24	-4.018
O	44.226	3.068	-5.974
O	26.817	0.183	-3.194
O	-9.692	-2.607	-5.86
O	7.694	-5.928	25.704
O	29.608	2.747	-3.058
O	-1.536	-3.442	-3.403
O	-41.72	0.771	24.447
O	-3.937	-7.689	-6.028
O	-8.072	0.731	-6.946
O	-38.506	7.195	25.72
O	-40.828	-8.161	-0.535
O	-14.176	-0.422	22.157
O	-3.083	-6.167	-4.078
O	0.27	-2.424	25.915
O	-4.981	-0.811	-4.068

Results
total energy: -609919.709 eV
total energy less fixed offsets of O -438.25, Si -107.07 eV per atom: -0.509 eV

Forces (eV/angstrom) on atoms 1299 to 1974 of the 3024, counted in the order above; the others are left out for length: element, x, y, z
Si	-0.004	0.013	0.004
Si	0.007	0.019	0
Si	-0.011	0.005	-0.003
Si	0.002	0.001	0.003
Si	-0.002	0.007	-0.003
Si	-0.003	0.006	-0.002
Si	0.004	-0.001	0.004
Si	0.002	-0.004	-0.006
Si	-0.006	0.002	0.012
Si	0.004	-0.005	0.004
Si	-0.007	-0.003	-0.017
Si	0.004	0.012	-0.007
Si	-0.006	0.013	0.004
Si	0.002	0	0.013
Si	0.011	0.01	0.009
Si	0.018	0.008	0.003
Si	-0.007	0.007	0
Si	0.018	-0.006	0
Si	0.006	0.007	0.014
Si	0.002	-0.003	-0.004
Si	-0.005	0.003	0
Si	0.002	0.004	0.013
Si	-0.014	-0.006	0.008
Si	-0.005	-0.011	0
Si	-0.001	0.015	0.001
Si	0.012	-0.006	0.008
Si	-0.003	-0.003	0.007
Si	0.008	-0.003	-0.002
Si	0.008	0.004	0.007
Si	0.009	-0.002	0.005
Si	0.001	-0.008	0.013
Si	-0.001	-0.007	0.012
Si	0.002	-0.006	0.018
Si	0.002	-0.01	0
Si	-0.003	-0.008	0.007
Si	0.008	-0.002	0.012
Si	0.002	-0.012	0.006
Si	0.019	-0.018	-0.007
Si	0.001	-0.014	0.005
Si	0	-0.023	0.004
Si	-0.002	0	0.005
Si	0.002	-0.011	0.004
Si	-0.01	0.003	0.003
Si	0.006	0.003	0.006
Si	0.006	-0.002	0.012
Si	-0.006	-0.012	-0.002
Si	0.005	-0.017	0.004
Si	-0.008	-0.007	0.004
Si	0.006	-0.001	0.008
Si	0.002	-0.009	0.014
Si	-0.006	0.011	0.001
Si	-0.003	0.004	0.004
Si	0.007	-0.012	0.009
Si	-0.006	-0.013	-0.013
Si	0.013	0.017	0.002
Si	-0.017	0.013	0.013
Si	0.003	-0.015	-0.001
Si	0	0.023	-0.006
Si	-0.001	0.01	0.022
Si	0.007	-0.021	0
Si	0.009	0.008	-0.003
Si	0.016	0.006	0.014
Si	0.007	0.011	0.011
Si	0.027	0.006	0.012
Si	-0.001	0.011	0
Si	0.019	-0.008	-0.007
Si	-0.008	-0.007	-0.014
Si	0.013	-0.005	0.01
Si	-0.004	-0.02	-0.012
Si	0.011	-0.005	0.017
Si	-0.013	0.003	0.017
Si	0.007	0.011	0.008
Si	-0.007	0.021	0.02
Si	-0.009	0.006	0.014
Si	0.001	0.015	0.019
Si	0.006	0.002	0.016
Si	0.003	0.003	0.01
Si	-0.012	-0.003	0
Si	-0.004	0.012	0.026
Si	-0.006	-0.012	0.007
Si	-0.023	0.011	0.018
Si	-0.011	0.004	-0.009
Si	0.012	0.014	0.01
Si	-0.006	-0.011	0.004
Si	-0.015	0.011	0.002
Si	-0.003	0.006	-0.002
Si	0.001	-0.01	0.011
Si	0.009	-0.013	-0.001
Si	0.006	0.002	0.003
Si	0.017	0.008	0.005
Si	-0.008	0.009	-0.004
Si	0.004	0.014	0.009
Si	0.006	0.015	0.013
Si	-0.009	-0.014	0.017
Si	-0.017	-0.008	0.003
Si	0.009	-0.006	-0.002
Si	-0.001	0.007	0.009
Si	0	-0.013	0.005
Si	-0.007	0.001	0.011
Si	0.002	-0.005	0.011
Si	0.007	-0.008	0.001
Si	-0.003	-0.008	-0.003
Si	0.002	0.01	-0.003
Si	0.005	-0.002	0.015
Si	-0.021	-0.011	0.002
Si	0.006	0	-0.008
Si	-0.001	-0.01	-0.007
Si	0.023	-0.008	0.003
Si	-0.005	0.001	-0.005
Si	0	-0.001	-0.003
Si	-0.004	-0.002	0
Si	-0.001	-0.004	0.002
Si	-0.003	0.004	0.006
Si	-0.011	-0.005	-0.007
Si	-0.009	0.002	0
Si	0.009	-0.007	-0.004
Si	-0.013	0.004	-0.001
Si	0.012	-0.001	-0.006
Si	-0.007	-0.005	-0.006
Si	-0.007	0.01	-0.002
Si	-0.004	0.007	-0.002
Si	-0.001	-0.009	-0.013
Si	0.002	-0.011	0.003
Si	-0.008	-0.011	0
Si	-0.006	-0.008	-0.002
Si	-0.003	-0.011	-0.006
Si	-0.004	-0.012	-0.001
Si	-0.001	0.003	-0.008
Si	0.005	0.003	-0.007
Si	-0.002	-0.001	-0.002
Si	0.014	-0.001	0.001
Si	-0.006	0.011	-0.01
Si	-0.006	0.001	-0.006
Si	-0.005	0.01	-0.004
Si	-0.008	0	-0.006
Si	0.005	0.01	-0.001
Si	0	-0.005	-0.004
Si	-0.001	0.005	-0.002
Si	-0.006	0.011	-0.005
Si	0	0.002	-0.004
Si	-0.001	0.009	0.002
Si	-0.006	0.01	0.001
Si	-0.005	0.012	-0.003
Si	-0.005	0.005	0.002
Si	0	0	-0.006
Si	-0.001	0.007	0.001
Si	0	0.003	-0.004
Si	-0.001	0.005	0
Si	0	0.009	-0.004
Si	0.003	0.001	-0.004
Si	0	-0.005	-0.007
Si	0.002	0.004	-0.008
Si	-0.006	0.015	0.009
Si	0.004	0.001	-0.003
Si	-0.004	0.004	-0.001
Si	-0.003	0.008	-0.007
Si	0.001	0.009	0
Si	0.005	-0.016	0.008
Si	-0.012	0.011	-0.003
Si	0.014	-0.006	-0.003
Si	-0.005	-0.002	-0.005
Si	-0.012	0.008	-0.004
Si	0.002	0.006	0.01
Si	-0.001	-0.002	0.001
Si	0.005	-0.003	-0.002
Si	0.002	-0.003	0.004
Si	0	-0.001	0.005
Si	-0.007	-0.002	0.01
Si	0.019	-0.003	0.002
Si	-0.013	-0.015	0.011
Si	0.004	-0.011	-0.013
Si	-0.026	0.008	0.005
Si	-0.019	0.003	-0.008
Si	0.005	0.003	0.001
Si	-0.001	0.02	0.002
Si	0.001	-0.008	-0.001
Si	0.002	0.004	-0.013
Si	0.01	-0.003	0.006
Si	-0.009	-0.019	-0.009
Si	0.008	-0.012	-0.001
Si	-0.013	-0.003	-0.015
Si	0.006	0.016	-0.004
Si	0.008	0.002	-0.01
Si	-0.02	-0.013	0.001
Si	0.005	0.002	0.001
Si	0.012	-0.005	0.007
Si	0.007	-0.008	-0.005
Si	0.003	-0.001	-0.008
Si	-0.006	-0.01	-0.008
Si	0.012	0	-0.016
Si	-0.012	0.002	0.008
Si	-0.013	-0.003	-0.009
Si	-0.004	-0.001	0
Si	0.006	0.001	-0.005
Si	0.008	-0.008	-0.003
Si	0.006	0.003	-0.005
Si	0.006	-0.015	0.001
Si	0.009	-0.005	0.005
Si	-0.001	-0.001	0
Si	0.006	0.002	-0.002
Si	-0.002	0.003	0.004
Si	-0.004	-0.005	-0.001
Si	0.005	0.002	-0.007
Si	-0.004	0.003	0
Si	0	0.006	-0.001
Si	-0.002	-0.006	0.005
Si	-0.007	0.005	-0.007
Si	0.003	0.004	-0.006
Si	0.005	-0.003	0.005
Si	-0.006	0.005	-0.005
Si	0	0.018	-0.006
Si	0.011	-0.017	0
Si	0.012	-0.009	-0.007
Si	0	0.005	-0.008
Si	-0.009	0.004	-0.002
Si	-0.002	0	-0.009
Si	0.003	0.014	0
Si	-0.005	-0.012	-0.001
Si	0.011	-0.006	-0.005
Si	0.01	0.007	-0.003
Si	0.002	0.006	0.004
Si	0.009	0.008	0.001
Si	0.01	0.006	0
Si	-0.002	-0.001	-0.007
Si	-0.001	-0.003	0.003
Si	-0.007	0.005	-0.009
Si	0	0.008	-0.004
Si	-0.001	0.003	-0.008
Si	-0.001	-0.004	0.003
Si	0.006	0.016	-0.001
Si	-0.001	-0.001	-0.003
Si	-0.003	-0.013	-0.002
Si	-0.006	-0.012	-0.01
Si	-0.003	0	-0.005
Si	0.014	0.013	0.003
Si	-0.016	-0.013	0.001
Si	0.007	0.01	0
Si	0.01	0.013	-0.002
Si	0.003	0.005	-0.001
Si	-0.007	-0.017	0.005
Si	0.002	-0.009	-0.002
Si	0.021	0	-0.001
Si	0.005	0.01	-0.003
Si	-0.004	-0.007	-0.001
Si	0.005	0	-0.007
Si	0.015	0.004	-0.004
Si	-0.005	-0.01	-0.001
Si	0.003	0.003	-0.004
Si	0.011	-0.006	0.001
Si	-0.006	-0.008	0.001
Si	0	-0.007	-0.004
Si	0.006	-0.007	0
Si	0.009	0.009	-0.002
Si	-0.015	-0.015	-0.002
Si	-0.002	0	-0.008
Si	-0.004	-0.006	-0.007
Si	-0.006	-0.006	0.001
Si	-0.004	-0.013	0.002
Si	0.006	-0.002	-0.002
Si	0.015	0.008	-0.002
Si	-0.001	-0.017	-0.004
Si	0.001	0.007	-0.005
Si	0.009	-0.004	0.001
Si	0.001	0.006	-0.001
Si	-0.003	-0.011	-0.004
Si	0	-0.005	-0.01
Si	0.003	-0.004	0.009
Si	-0.011	-0.005	-0.006
Si	0.006	-0.004	-0.008
Si	0.004	0.008	-0.009
Si	-0.002	0.008	0
Si	-0.002	-0.003	-0.002
Si	-0.006	0.001	-0.005
Si	0.006	-0.002	-0.002
Si	0.01	-0.013	-0.009
Si	-0.011	0	-0.001
Si	-0.002	0.008	-0.006
Si	-0.01	-0.003	0.005
Si	-0.002	0.011	-0.014
Si	0.022	0.019	0.004
Si	0.008	0.005	0.001
Si	-0.009	-0.01	-0.004
Si	-0.004	-0.003	-0.001
Si	0.003	0.002	-0.001
Si	-0.006	-0.01	-0.014
Si	0.008	0	-0.009
Si	0.003	0.001	-0.001
Si	-0.011	-0.009	-0.006
Si	0.003	0.017	0.007
Si	-0.013	-0.005	0.009
Si	-0.006	-0.002	0.003
Si	0.013	0.011	-0.004
Si	-0.006	0.007	0.005
Si	-0.005	0.005	0.002
Si	0.002	0.005	-0.008
Si	0.016	0.027	0.003
Si	-0.007	0.001	0.006
Si	-0.016	0.004	-0.006
Si	0.012	0.013	0.002
Si	0.006	0.013	0.003
Si	-0.01	-0.008	0.007
Si	-0.007	0.006	-0.003
Si	-0.01	-0.012	0.001
Si	-0.007	-0.006	-0.012
Si	0.001	0.002	-0.004
Si	-0.007	-0.01	-0.005
Si	-0.008	-0.008	0
Si	-0.018	0.006	-0.002
Si	0.007	0	-0.001
Si	0.002	0.007	0.003
Si	-0.001	0.004	0.004
Si	-0.014	0.005	-0.001
Si	0.005	0.003	-0.004
Si	0.006	0.004	-0.004
Si	0	-0.007	0
Si	-0.006	-0.013	0.001
Si	0.005	0	-0.012
Si	0.003	0.004	-0.003
Si	-0.01	-0.008	0
Si	0.002	0	-0.006
Si	-0.003	0.006	-0.001
Si	-0.004	-0.003	-0.004
Si	0.002	-0.014	0.001
Si	0.009	-0.003	-0.002
Si	0.006	0.009	-0.002
Si	0.004	-0.003	0
Si	0.006	0.002	-0.001
Si	-0.011	0.002	-0.002
Si	0.014	0.006	-0.003
Si	-0.005	-0.003	-0.005
Si	0.004	0.006	0
Si	-0.007	-0.007	-0.001
Si	-0.006	0	-0.004
Si	0.01	-0.005	-0.001
Si	-0.005	-0.004	-0.001
Si	0	0.004	0
Si	-0.002	0.001	0
Si	0.005	-0.006	-0.002
Si	0.015	0.004	-0.004
Si	-0.009	-0.001	0.005
Si	-0.009	0.006	-0.001
Si	-0.001	0.007	-0.004
Si	-0.002	0.005	-0.002
Si	-0.002	0.001	0
Si	-0.002	-0.01	-0.003
Si	-0.002	-0.008	0.002
Si	-0.003	-0.006	0.003
Si	0	0.003	0.005
Si	-0.009	-0.01	-0.005
Si	-0.01	0.015	-0.008
Si	-0.004	0.002	-0.009
Si	0.006	0.006	-0.001
Si	-0.001	-0.011	-0.001
Si	-0.003	0.002	-0.006
Si	-0.005	0.003	-0.003
Si	-0.001	-0.004	-0.001
Si	-0.003	0.002	-0.002
Si	-0.001	0.016	0.005
Si	-0.002	0.002	-0.001
Si	-0.009	0.02	0.003
Si	-0.003	-0.002	0.004
Si	0.001	0.001	0.003
Si	-0.001	0	0.002
Si	-0.009	-0.004	0.002
Si	-0.002	0.018	-0.001
Si	0.002	-0.01	-0.001
Si	-0.005	-0.004	0.003
Si	-0.003	0.004	-0.002
Si	-0.009	0.014	0.002
Si	0.003	0.002	-0.003
Si	0.008	-0.01	-0.003
Si	-0.004	0.002	-0.002
Si	0.004	0.011	0.001
Si	-0.012	0.007	0.002
Si	0.004	0.007	0.009
Si	-0.002	-0.005	0.007
Si	0	0.001	-0.004
Si	0.004	0.004	0.002
Si	-0.003	0.014	0.002
Si	-0.002	-0.012	0.009
Si	0.006	0.002	0.001
Si	0.005	0.006	0.004
Si	-0.007	-0.004	0.002
Si	-0.003	0.011	0.007
Si	-0.002	-0.015	0.008
Si	0.013	0.007	0.013
Si	0.012	-0.007	-0.003
Si	-0.005	-0.006	-0.001
Si	-0.016	0.002	0.008
Si	0.003	-0.009	0.004
Si	0.005	-0.003	0.006
Si	-0.003	0.001	0.001
Si	-0.011	-0.002	0.004
Si	-0.001	0	-0.004
Si	0.008	0.002	0.005
Si	-0.013	-0.005	0.002
Si	0.009	-0.002	-0.006
Si	0.005	0.006	0.002
Si	0.01	-0.001	0
Si	0	-0.004	-0.002
Si	-0.007	-0.007	-0.003
Si	0	-0.006	0
Si	-0.005	0.002	-0.013
Si	-0.001	-0.008	-0.003
Si	-0.004	0.002	0
Si	0	-0.012	0.001
Si	0.012	-0.003	-0.003
Si	-0.004	-0.002	0.007
Si	0.005	0.004	0.002
Si	-0.004	-0.002	-0.003
Si	-0.001	-0.009	0.002
Si	0.016	0.005	0
Si	0.002	-0.008	0.001
Si	0.003	0.007	0.005
Si	-0.002	-0.006	0.005
Si	0.014	0.005	0.003
Si	0.01	0.004	-0.004
Si	-0.007	-0.009	0.002
Si	0.006	-0.011	0
Si	0.016	0	-0.002
Si	0.003	0.005	-0.004
Si	-0.005	0.003	0.002
Si	-0.001	-0.003	-0.003
Si	-0.002	0.001	0.002
Si	0.001	0.017	-0.002
Si	-0.008	-0.005	-0.002
Si	-0.006	0.007	-0.004
Si	-0.001	-0.002	-0.004
Si	-0.001	-0.006	0
Si	0.024	-0.005	-0.003
Si	0.007	0.005	-0.001
Si	0.006	-0.004	-0.004
Si	-0.02	0.004	-0.004
Si	-0.008	0.009	0.003
Si	0.007	-0.009	0.003
Si	0.006	-0.006	0.001
Si	-0.013	0.003	-0.002
Si	-0.006	0.013	0.004
Si	0.013	0.008	0.004
Si	0.013	0	0.002
Si	0.012	-0.001	-0.003
Si	-0.013	-0.004	-0.004
Si	0.002	0.011	0.002
Si	-0.002	-0.002	-0.002
Si	0.002	0.004	0.001
Si	0.001	-0.003	0
Si	-0.002	-0.001	-0.003
Si	0	-0.008	0.002
Si	0.001	-0.001	-0.001
Si	-0.006	-0.008	-0.004
Si	0.004	-0.005	-0.002
Si	-0.002	-0.001	0.003
Si	0.005	0.017	0.007
Si	0.006	0.002	0.003
Si	0.004	0	0.002
Si	0.008	0.003	0.006
Si	-0.004	0.007	0.002
Si	0.001	-0.006	0.003
Si	0.007	-0.012	-0.001
Si	0.002	0.001	0.001
Si	0.002	-0.002	-0.001
Si	0.006	-0.004	-0.001
Si	0.007	0	-0.002
Si	0.012	-0.002	-0.002
Si	0.003	0.009	0
Si	-0.001	-0.001	-0.001
Si	0	-0.001	0.002
Si	0	-0.013	0
Si	-0.002	-0.015	0.001
Si	-0.002	0.005	0.002
Si	-0.002	0.001	0
Si	-0.004	-0.005	-0.003
Si	-0.009	-0.004	-0.007
Si	0.007	0.004	0
Si	0.002	-0.002	-0.001
Si	0.004	-0.012	-0.001
Si	0.007	-0.005	-0.006
Si	0.004	-0.008	0.001
Si	-0.003	0.013	0.003
Si	-0.007	-0.009	0.001
Si	0.013	-0.011	0.003
Si	0.005	-0.008	-0.003
Si	0	-0.005	0.003
Si	-0.004	0.003	0
Si	0.001	-0.007	0.002
Si	0.006	-0.003	-0.004
Si	0.002	-0.004	-0.005
Si	0.002	0.031	-0.004
Si	-0.007	-0.005	-0.001
Si	0.004	-0.002	-0.001
Si	0.011	0.001	-0.005
Si	0.007	-0.008	-0.001
Si	0.01	-0.001	-0.001
Si	-0.009	-0.002	-0.001
Si	-0.016	-0.005	0.007
Si	0.002	0.002	-0.005
Si	-0.007	0.004	-0.006
Si	0.001	0.008	0.003
Si	-0.001	-0.001	0.006
Si	0	0.003	-0.001
Si	0.002	0.009	-0.001
Si	0.013	-0.004	-0.001
Si	-0.008	-0.009	0.006
Si	-0.002	0.005	-0.005
Si	0.005	0.002	0.001
Si	-0.006	0.007	0
Si	-0.004	-0.003	0.008
Si	0.007	-0.003	0.009
Si	-0.012	0.009	-0.002
Si	-0.009	0.005	0
Si	-0.004	0	-0.001
Si	0	-0.003	0.009
Si	-0.006	0.008	0.009
Si	0.01	0.002	0
Si	-0.007	-0.007	-0.004
Si	-0.006	0.009	0.006
Si	-0.006	0.006	0.011
Si	0.003	0.007	-0.001
Si	0.006	0.009	0.002
Si	-0.008	-0.01	-0.005
Si	0.01	0.006	0.003
Si	0.003	-0.004	-0.001
Si	0	-0.002	-0.001
Si	-0.009	-0.007	-0.005
Si	-0.017	0.009	-0.003
Si	-0.001	0.001	0.01
Si	0.002	-0.005	0.002
Si	-0.013	-0.003	-0.002
Si	0	-0.007	-0.002
Si	-0.003	-0.007	0.004
Si	-0.007	0.018	0.004
Si	0.004	-0.001	0.003
Si	-0.002	-0.015	-0.003
Si	0.004	0.009	-0.005
Si	-0.005	0.011	-0.003
Si	0.004	0.01	-0.002
Si	-0.006	-0.004	-0.003
Si	0	-0.009	0.004
Si	-0.01	0.003	-0.003
Si	-0.008	-0.006	-0.006
Si	0.007	0.002	0.002
Si	0.013	-0.005	-0.001
Si	-0.005	0.002	0.002
Si	0.009	-0.007	-0.006
Si	0.003	-0.007	0
Si	0.01	-0.002	0
Si	-0.003	0.008	-0.005
Si	0.001	0.002	-0.006
Si	-0.002	0	-0.008
Si	-0.004	-0.013	0.002
Si	-0.002	0.002	-0.001
Si	-0.006	0.011	-0.003
Si	0	0.001	-0.002
Si	-0.001	-0.006	0
Si	-0.008	-0.004	-0.001
Si	-0.001	-0.001	0.007
Si	-0.003	0.007	-0.004
Si	-0.005	-0.001	-0.003
Si	-0.002	0.004	-0.005
Si	-0.008	0.012	-0.01
Si	0.001	-0.008	-0.003
Si	-0.003	0.007	-0.005
Si	-0.004	-0.02	0.001
Si	-0.006	0.001	0.002
Si	-0.006	-0.01	0.001
Si	0.002	0.001	0
Si	0.004	0.01	-0.005
Si	0.002	0.007	-0.005
Si	0.002	0.003	0.001
Si	0.001	0.019	-0.003
Si	-0.007	-0.006	-0.003
Si	-0.01	-0.004	0.005
Si	0	-0.001	0.001
Si	-0.005	-0.001	0.001
Si	-0.013	0.006	0.005
Si	-0.005	0.004	0.001
Si	0.005	0.004	0.002
Si	0	0.006	0.003
Si	-0.011	0.003	0.008
Si	0.003	-0.003	-0.005
Si	-0.005	0.001	0.003
Si	-0.003	-0.011	0.003
Si	0.004	0.004	0.004
Si	0.004	0.009	0.006
Si	-0.001	0.014	-0.001
Si	0.003	0	-0.001
Si	0.005	-0.003	-0.004
Si	0.01	0.01	-0.003
Si	-0.014	0.017	0.001
Si	-0.004	-0.001	0.006
Si	-0.004	0.002	0.002
Si	-0.006	-0.001	0.001
Si	0.001	0.002	-0.003
Si	-0.002	0.01	0.011
Si	0.004	-0.007	0
Si	-0.006	-0.018	0.008
Si	0.001	-0.001	0.003
Si	0.001	0.009	0.004
Si	0	0.002	-0.004
Si	-0.014	0.001	0.013
Si	0.003	0	0.008
Si	-0.004	0	0.001
Si	0.011	0.006	0.01
Si	-0.007	-0.015	0.002
Si	0.001	-0.011	-0.001
Si	0.011	-0.006	0.006
Si	0.002	-0.007	0
Si	0.015	0.01	0
Si	-0.007	-0.006	-0.003
Si	0	-0.006	0.003
Si	0.014	0.008	0.004
Si	-0.014	-0.008	-0.001
Si	-0.003	0.004	-0.008
Si	-0.004	-0.018	0.002
Si	-0.006	-0.002	0.004
Si	0.007	0.003	0.006
Si	0.003	-0.008	-0.002
Si	0.006	-0.009	-0.001
Si	-0.011	0.002	-0.004
Si	0.008	0.006	0
Si	0.008	0.011	-0.004
Si	-0.003	-0.006	-0.006
Si	-0.002	-0.013	0.005
Si	0.015	0.003	0.011
Si	0.011	0.008	0.008
Si	0.005	-0.004	-0.005
Si	0.001	0.001	-0.005
Si	-0.009	-0.01	0
Si	-0.003	-0.006	-0.001
Si	0.005	0.007	0.004
Si	0.008	0	0
Si	-0.005	-0.007	0.003
Si	0	-0.008	0.001
Si	0.009	0.003	0.001
Si	0.016	0.002	-0.007
Si	0.001	-0.007	-0.002
Si	-0.002	0.014	-0.002
Si	-0.002	0.007	-0.005
Si	-0.002	-0.01	0
Si	0.004	0.013	0.003
Si	0.007	0.002	0
Si	0.007	-0.006	-0.001
Si	-0.008	-0.004	-0.001
Si	-0.003	-0.001	-0.006
Si	0.011	0	0.001
Si	0.014	0.007	0.001
Si	-0.002	0	-0.011
Si	-0.004	-0.003	0.007
Si	-0.012	0.012	-0.001
Si	0.004	-0.006	0.009
Si	-0.002	-0.007	0.003
Si	0.006	0.004	-0.003
Si	-0.006	0.013	0.002
Si	-0.004	0.008	0.006
Si	0.01	0.007	0.002
Si	0.005	-0.006	0
Si	0.008	-0.004	-0.002
Si	-0.015	0.008	0.008
Si	-0.002	0.005	0.002
Si	0.016	-0.008	0.002
Si	0.009	-0.003	-0.002
Si	0	0.002	0.006
Si	-0.003	0.001	0.001
Si	-0.009	0.019	-0.002
Si	0.012	-0.011	-0.006
Si	-0.017	-0.002	-0.004
Si	0.002	0.001	0.006
Si	0.013	-0.006	0.001
Si	0.002	-0.001	0.008
Si	0.008	-0.016	-0.004
Si	-0.004	0.014	0.008
Si	0.002	0.009	0.001
Si	-0.008	0.013	0.007
Si	-0.003	-0.002	0.005
Si	0.017	-0.007	0.002
Si	0.008	-0.008	-0.005
